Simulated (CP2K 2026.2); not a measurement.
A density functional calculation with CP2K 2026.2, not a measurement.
Periodic cell of 2016 atoms, Si1440O576, from a study of silicon, its oxide and their interface. The atomic structure is a simulated model.
Doubt: the forces sum to 3.15 eV/angstrom along one axis rather than to zero, so they err by at least 0.0016 eV/angstrom per atom on average; the grid cutoff is modest.

Settings: functional PBE; method Gaussian and plane waves; basis set DZVP-MOLOPT-SR-GTH; pseudopotentials GTH-PBE; grid cutoff 350 Ry, relative cutoff 50 Ry; k points Gamma only; occupations fixed; spin none; net charge 0.

Cell vectors (angstrom)
a	65.28	0	0
b	0	16.32	0
c	0.1716	1.0227	33.3008

Atoms and the computed forces on them: element, x, y, z (angstrom), force x, y, z (eV/angstrom)
Si	1.251	15.321	0.149	0.172	-0.107	0.776
Si	3.937	1.756	0.225	0.264	-0.292	0.781
Si	1.796	4.051	0.285	-0.289	0.129	0.717
Si	4.03	7.179	0.358	0.091	-0.142	0.743
Si	1.717	9.307	0.255	-0.12	0.185	0.697
Si	4.377	12.158	0.155	-0.152	0.214	0.734
Si	7.004	15.074	0.177	-0.189	-0.036	0.691
Si	9.323	1.757	0.16	0.317	-0.322	0.676
Si	7.091	3.967	0.407	-0.074	0.161	0.725
Si	9.993	6.666	0.201	-0.295	0.172	0.667
Si	6.701	9.976	0.062	0.211	-0.298	0.671
Si	10.06	11.947	0.145	-0.32	0.285	0.713
Si	12.361	15.111	0.34	0.007	-0.205	0.703
Si	15.239	1.023	0.304	-0.298	0.462	0.607
Si	12.128	4.335	0.251	0.205	-0.273	0.726
Si	15.182	6.505	0.304	-0.087	0.236	0.752
Si	12.312	9.729	0.325	0.148	-0.255	0.729
Si	15.276	11.849	0.249	-0.072	0.327	0.742
Si	17.672	15.24	0.427	0.161	-0.424	0.62
Si	20.446	1.14	0.276	-0.081	0.233	0.719
Si	17.454	4.393	0.347	0.06	-0.241	0.692
Si	20.439	6.514	0.326	-0.1	0.321	0.707
Si	17.525	9.689	0.223	0.155	-0.247	0.743
Si	20.358	11.991	0.186	-0.151	0.274	0.628
Si	22.62	15.254	0.342	0.049	-0.02	0.705
Si	25.794	1.244	0.066	-0.216	0.158	0.751
Si	22.71	4.342	0.294	0.221	-0.146	0.731
Si	25.842	6.767	0.496	-0.217	0.149	0.678
Si	22.699	9.844	0.188	0.166	-0.203	0.685
Si	26.094	11.804	0.105	-0.343	0.451	0.631
Si	28.253	16.392	33.284	0.153	-0.162	0.727
Si	31.291	2.673	33.076	-0.021	-0.187	0.727
Si	27.91	4.409	0.186	0.385	-0.287	0.688
Si	31.315	7.554	33.288	-0.202	0.296	0.682
Si	28.4	9.652	0.591	0.105	-0.229	0.668
Si	31.375	11.918	0.083	-0.091	0.144	0.703
Si	34.321	15.56	33.253	-0.161	0.242	0.7
Si	36.796	2.307	33.129	0.031	0.056	0.712
Si	33.727	5.469	33.194	0.282	-0.256	0.712
Si	37.11	6.381	0.04	-0.067	0.019	0.57
Si	33.629	10.583	33.194	0.264	-0.11	0.652
Si	36.556	13.302	33.212	0.265	-0.275	0.727
Si	39.882	15.553	33.19	-0.287	0.261	0.707
Si	41.69	2.874	33.19	0.13	-0.157	0.66
Si	39.298	4.119	0.311	-0.001	0.022	0.332
Si	42.548	6.543	0.207	-0.276	0.042	0.749
Si	39.397	9.214	0.096	0.133	0.034	0.666
Si	41.931	12.233	0.012	0.187	-0.172	0.723
Si	45.215	15.491	33.261	-0.095	0.301	0.716
Si	47.931	2.193	33.133	-0.129	0.073	0.726
Si	44.527	4.176	0.067	0.253	-0.08	0.787
Si	47.603	7.908	33.239	0.114	-0.256	0.67
Si	45.106	9.036	0.039	-0.054	0.3	0.695
Si	47.376	12.365	0.033	0.197	-0.137	0.729
Si	50.117	16.247	33.24	0.109	-0.044	0.778
Si	53.077	2.612	33.273	0.12	-0.269	0.698
Si	50.681	3.815	0.155	-0.207	0.037	0.771
Si	52.713	6.97	0.082	0.187	0.034	0.67
Si	50.692	10.19	33.257	-0.095	0.216	0.759
Si	53.447	13.063	33.13	-0.239	0.061	0.727
Si	56.079	15.842	33.224	-0.216	0.146	0.733
Si	58.302	2.491	32.962	0.311	-0.076	0.652
Si	56.195	4.862	33.081	-0.105	0.159	0.706
Si	58.913	6.455	0.117	-0.093	0.104	0.791
Si	55.707	10.852	32.958	0.14	-0.264	0.715
Si	58.264	13.573	33.213	0.345	-0.052	0.741
Si	61.725	14.852	0.019	-0.256	0.045	0.663
Si	64.339	1.214	0.09	-0.136	0.176	0.752
Si	61.294	5.262	33.294	0.189	-0.187	0.758
Si	64.012	7.11	0.233	0.047	-0.308	0.689
Si	61.843	10.214	33.139	-0.278	0.306	0.733
Si	63.947	12.634	0.114	-0.01	-0.22	0.67
Si	2.821	0.12	1.483	-0.003	0.008	-0.061
Si	5.54	2.764	1.62	-0.036	-0.02	-0.04
Si	2.909	5.569	1.629	-0.006	-0.003	-0.049
Si	5.65	8.364	1.49	0.03	0.012	-0.071
Si	2.83	10.982	1.459	0.015	0.005	-0.055
Si	5.551	13.729	1.451	0.025	-0.007	-0.05
Si	8.33	0.092	1.517	0.019	0.034	-0.028
Si	10.963	2.759	1.519	0.008	-0.023	-0.06
Si	8.319	5.601	1.509	0.008	0	-0.06
Si	11.073	8.187	1.593	-0.004	0.016	-0.046
Si	8.329	10.978	1.434	0.002	-0.003	-0.032
Si	11.025	13.612	1.51	-0.025	-0.025	-0.021
Si	13.71	16.335	1.727	-0.014	0.019	-0.043
Si	16.294	2.746	1.541	-0.016	-0.01	-0.048
Si	13.658	5.408	1.658	-0.004	-0.009	-0.047
Si	16.337	8.14	1.538	-0.022	-0.002	-0.062
Si	13.759	10.877	1.719	-0.004	0.01	-0.03
Si	16.407	13.544	1.469	-0.007	-0.021	-0.031
Si	19.08	0.057	1.822	0.033	0.016	-0.052
Si	21.626	2.723	1.567	-0.011	-0.003	-0.036
Si	18.961	5.455	1.753	0	-0.01	-0.033
Si	21.624	8.193	1.506	0	-0.014	-0.057
Si	18.976	10.834	1.652	-0.008	0.008	-0.082
Si	21.494	13.618	1.535	0.017	-0.051	-0.039
Si	24.306	0.066	1.485	0.021	-0.002	-0.043
Si	26.949	2.731	1.472	-0.009	-0.022	-0.035
Si	24.25	5.515	1.622	-0.002	-0.006	-0.037
Si	27.131	8.148	1.805	-0.005	0.008	-0.024
Si	24.374	10.893	1.447	0.016	-0.003	-0.041
Si	27.069	13.644	1.28	-0.004	0.013	-0.027
Si	29.789	0.158	1.177	0.023	0.005	-0.073
Si	32.576	2.747	1.242	-0.017	0.049	-0.081
Si	29.685	5.38	1.4	-0.005	-0.027	-0.035
Si	32.355	8.097	1.325	-0.004	-0.061	-0.046
Si	29.908	10.968	1.654	0.064	0.022	-0.009
Si	32.534	13.532	1.32	0.013	-0.016	-0.052
Si	35.303	16.204	1.186	-0.023	-0.003	-0.057
Si	37.868	2.629	1.36	-0.018	-0.048	-0.034
Si	35.275	5.415	1.198	-0.028	0.041	-0.021
Si	37.968	8.038	1.483	-0.011	-0.048	-0.083
Si	35.179	10.687	1.169	-0.012	0.001	-0.018
Si	38.041	13.423	1.166	0.004	-0.014	0.004
Si	40.671	16.306	1.153	0.007	-0.026	-0.019
Si	43.268	2.682	1.299	-0.011	-0.039	-0.062
Si	40.796	5.493	1.43	0.02	0.02	-0.029
Si	43.653	8.029	1.555	-0.007	0.027	-0.06
Si	40.862	10.601	1.32	-0.037	0.02	-0.049
Si	43.47	13.433	1.339	-0.008	0.016	-0.046
Si	46.139	16.267	1.099	0.015	-0.02	-0.057
Si	48.971	2.635	1.254	-0.004	-0.013	-0.074
Si	46.251	5.297	1.244	-0.019	0.011	-0.064
Si	48.968	8.035	1.298	0.004	0.012	-0.06
Si	46.187	10.763	1.252	-0.007	-0.03	-0.027
Si	48.889	13.622	1.299	-0.015	0.006	-0.043
Si	51.651	16.304	1.178	-0.009	-0.005	-0.046
Si	54.485	2.751	1.238	0.025	0.01	-0.033
Si	51.685	5.428	1.485	0.015	0.024	-0.047
Si	54.442	8.203	1.082	0.008	0.017	-0.041
Si	51.688	10.849	1.141	0.022	0.002	-0.044
Si	54.389	13.574	1.212	0.003	-0.024	-0.042
Si	57.102	16.357	1.222	-0.015	-0.006	-0.061
Si	59.834	2.596	1.074	-0.05	-0.002	-0.049
Si	57.187	5.34	1.22	-0.008	-0.017	-0.065
Si	60.018	8.175	1.244	0.027	0.014	-0.066
Si	57.059	10.89	1.188	-0.019	-0.023	-0.04
Si	59.91	13.657	1.048	0.002	-0.005	-0.03
Si	62.769	0.059	1.431	0.024	0.001	-0.057
Si	0.159	2.807	1.428	0.013	-0.001	-0.046
Si	62.717	5.439	1.305	0.018	-0.01	-0.05
Si	0.152	8.266	1.633	0.01	-0.01	-0.058
Si	62.688	10.919	1.164	-0.001	-0.002	-0.04
Si	0.132	13.762	1.509	0.021	0.011	-0.062
Si	1.466	1.458	2.853	-0.008	-0.012	0.047
Si	4.229	4.172	2.955	0.004	-0.009	0.032
Si	1.47	6.856	2.939	0.004	-0.012	0.032
Si	4.215	9.654	2.852	-0.001	0.005	0.044
Si	1.466	12.332	2.795	-0.002	-0.004	0.013
Si	4.173	15.046	2.815	0.004	0.007	0.006
Si	6.915	1.377	2.909	-0.004	-0.019	0.038
Si	9.634	4.168	2.891	0.014	0.018	0.034
Si	6.946	6.94	2.851	-0.043	-0.023	0.014
Si	9.615	9.562	2.852	-0.016	0.008	0.006
Si	6.955	12.359	2.803	-0.03	-0.01	0.01
Si	9.659	15.004	2.857	-0.02	-0.033	0.019
Si	12.297	1.424	2.94	-0.009	0.015	0.014
Si	14.978	4.042	2.996	0.016	-0.012	0.025
Si	12.358	6.83	2.997	0.009	0.01	0.012
Si	15.051	9.464	3.014	-0.01	-0.045	0.024
Si	12.365	12.305	2.951	0.009	0.043	0.022
Si	15.083	14.901	2.946	0.007	-0.047	0.029
Si	17.649	1.455	3.002	-0.003	0.02	0.028
Si	20.322	4.049	3.009	-0.003	-0.018	0.026
Si	17.643	6.866	3.025	0.014	0.033	0.027
Si	20.333	9.487	2.972	-0.018	-0.048	0.031
Si	17.672	12.251	2.972	0.003	0.029	0.01
Si	20.343	14.923	3.086	0.009	-0.01	0.029
Si	23.024	1.403	2.924	0.02	0.018	0.007
Si	25.647	4.088	2.89	-0.01	-0.006	0.019
Si	22.959	6.892	2.963	0.019	0.031	0.025
Si	25.675	9.569	2.938	-0.011	0.01	0.037
Si	23.012	12.286	2.809	-0.01	0	0.034
Si	25.699	14.941	2.743	0.018	-0.014	0.014
Si	28.454	1.398	2.717	0.02	-0.009	0.001
Si	31.149	4.021	2.673	0.01	-0.015	0.049
Si	28.512	6.715	2.962	0.041	0.007	0.026
Si	31.19	9.455	2.861	0.014	-0.012	0.039
Si	28.443	12.384	2.794	-0.045	0.012	0.009
Si	31.142	15.011	2.56	-0.028	0.019	-0.013
Si	33.939	1.306	2.553	0.006	-0.007	-0.004
Si	36.526	4.028	2.668	0.017	0.01	0.013
Si	33.895	6.786	2.598	-0.006	0.008	0.011
Si	36.533	9.438	2.666	0.02	0.032	0.002
Si	33.906	12.116	2.64	0.02	-0.031	0.021
Si	36.691	14.84	2.561	0.024	-0.001	0.006
Si	39.297	1.237	2.631	0.008	0.022	0.003
Si	42.062	4.041	2.768	0.014	0.02	0.03
Si	39.425	6.789	2.804	0.011	0.022	0.027
Si	42.212	9.404	2.777	-0.026	-0.003	-0.001
Si	39.395	12.051	2.566	0.018	0.017	0.029
Si	42.102	14.95	2.549	-0.026	0	0.011
Si	44.754	1.275	2.507	0.037	0.012	0.005
Si	47.599	3.973	2.61	0.017	0.002	0
Si	44.997	6.618	2.777	0.021	-0.039	0.047
Si	47.605	9.448	2.613	0.002	-0.005	0.025
Si	44.839	12.093	2.676	0.014	0.001	0.014
Si	47.49	14.969	2.609	-0.01	0.017	0.035
Si	50.333	1.305	2.627	0.005	-0.017	0.04
Si	53.152	4.077	2.674	0.008	-0.023	0.026
Si	50.251	6.727	2.75	-0.005	0.014	0.032
Si	53.069	9.508	2.542	-0.008	0.012	0.011
Si	50.326	12.214	2.533	-0.005	-0.011	0.002
Si	53.001	14.925	2.535	-0.005	0.026	0.008
Si	55.769	1.358	2.619	-0.015	-0.014	0.017
Si	58.534	3.963	2.571	0.043	-0.001	0.035
Si	55.802	6.809	2.471	-0.022	-0.016	0.004
Si	58.531	9.54	2.495	0.011	0.008	-0.015
Si	55.74	12.227	2.609	0.005	-0.008	0.022
Si	58.566	14.995	2.503	-0.004	-0.017	0.013
Si	61.227	1.384	2.584	-0.002	0.031	0.004
Si	64.01	4.115	2.734	0.012	0.019	0.021
Si	61.334	6.814	2.665	-0.028	-0.003	0.028
Si	63.979	9.676	2.754	-0.038	0.011	0.015
Si	61.231	12.263	2.495	0.02	0.017	0.015
Si	64.037	15.051	2.869	-0.006	0.005	0.043
Si	0.109	16.406	4.198	0.003	0.008	0
Si	2.82	2.793	4.23	0	-0.009	-0.009
Si	0.056	5.458	4.164	0.015	-0.018	-0.004
Si	2.856	8.256	4.208	0.022	0	-0.017
Si	0.073	10.983	4.129	-0.013	-0.001	0.017
Si	2.822	13.672	4.165	-0.003	0.012	0.007
Si	5.534	16.35	4.229	-0.013	0.023	0.006
Si	8.261	2.789	4.236	0.001	-0.001	-0.022
Si	5.598	5.556	4.234	0.015	0.009	0.009
Si	8.276	8.244	4.259	0.027	-0.005	0.012
Si	5.581	10.999	4.192	0.008	0.006	-0.006
Si	8.273	13.677	4.223	0.002	0.007	0.019
Si	10.97	16.352	4.273	-0.017	-0.001	0.014
Si	13.623	2.733	4.361	-0.008	-0.012	0.017
Si	10.965	5.48	4.311	-0.013	-0.015	-0.004
Si	13.674	8.168	4.38	0.015	-0.027	0.015
Si	10.96	10.924	4.243	0.002	-0.008	-0.022
Si	13.688	13.634	4.343	0.01	-0.015	0.01
Si	16.352	16.327	4.325	-0.003	-0.001	-0.014
Si	18.996	2.744	4.403	-0.006	-0.009	0.016
Si	16.312	5.452	4.345	-0.015	-0.004	-0.023
Si	19.006	8.183	4.39	-0.001	0.015	0.002
Si	16.354	10.884	4.351	-0.002	0.001	-0.012
Si	18.98	13.585	4.399	-0.015	-0.007	-0.012
Si	21.736	16.33	4.325	0.013	0.009	-0.001
Si	24.368	2.738	4.298	-0.013	0.009	0.002
Si	21.672	5.465	4.319	-0.012	0.015	-0.01
Si	24.368	8.196	4.311	0.012	-0.007	0.006
Si	21.723	10.897	4.248	0.009	0.022	-0.03
Si	24.385	13.621	4.191	-0.014	0.018	0.007
Si	27.11	16.312	4.084	-0.01	0.015	-0.009
Si	29.826	2.702	4.108	-0.005	0.017	0.008
Si	27.085	5.385	4.243	0.002	-0.006	-0.005
Si	29.85	8.127	4.244	0.011	0.003	0.014
Si	27.108	10.965	4.174	0.015	-0.009	-0.001
Si	29.846	13.709	4.087	0.018	0.002	0.021
Si	32.552	16.305	3.951	-0.001	0.005	0.013
Si	35.233	2.643	4.022	-0.015	-0.003	0.02
Si	32.548	5.408	3.998	-0.008	0	-0.022
Si	35.215	8.101	4.05	-0.03	0.009	0.022
Si	32.593	10.832	4.119	-0.007	0.012	0.001
Si	35.301	13.512	3.953	-0.006	0	-0.004
Si	37.981	16.201	4	-0.017	0.006	0.025
Si	40.674	2.62	4.01	-0.015	-0.007	-0.01
Si	37.983	5.36	4.016	-0.018	0.017	-0.035
Si	40.795	8.114	4.129	0.001	-0.014	0.022
Si	37.985	10.795	3.976	0.002	-0.014	0
Si	40.731	13.526	3.896	0.007	-0.025	-0.042
Si	43.464	16.253	3.953	-0.008	-0.012	0.007
Si	46.168	2.62	3.905	-0.023	-0.005	-0.005
Si	43.514	5.342	4.083	-0.018	0.008	0.008
Si	46.297	8.087	4.044	0.003	0.008	-0.004
Si	43.515	10.803	4.094	0.03	-0.006	0.037
Si	46.191	13.542	3.964	0.008	0.015	0.006
Si	48.926	16.277	3.96	0.003	-0.004	-0.01
Si	51.719	2.684	3.958	-0.028	0.014	-0.011
Si	48.905	5.337	4.039	-0.016	0.01	0.005
Si	51.697	8.15	3.947	0.025	0.015	-0.018
Si	48.97	10.851	3.924	-0.014	0	0.001
Si	51.669	13.563	3.921	0.011	-0.012	-0.008
Si	54.379	16.283	3.912	0.011	0.007	0.003
Si	57.158	2.685	3.979	0.004	0.019	-0.005
Si	54.49	5.482	3.954	0.018	0.01	0.01
Si	57.17	8.154	3.86	-0.015	0.011	-0.003
Si	54.388	10.86	3.955	-0.018	0.003	-0.004
Si	57.174	13.616	3.879	-0.008	-0.002	-0.007
Si	59.886	16.322	3.947	-0.004	-0.009	-0.012
Si	62.582	2.743	4.003	0.007	-0.023	0.006
Si	59.89	5.411	3.928	-0.001	-0.016	-0.028
Si	62.635	8.215	4.044	0.021	-0.017	-0.013
Si	59.874	10.909	3.892	0.011	0.006	0.001
Si	62.577	13.596	3.995	-0.003	-0.026	-0.021
Si	1.28	14.985	16.256	0.018	-0.01	-0.01
Si	4.042	1.393	16.403	-0.01	0.025	0.003
Si	1.298	4.085	16.369	-0.015	0.012	0.004
Si	4.013	6.795	16.384	-0.013	-0.007	0.002
Si	1.301	9.507	16.297	-0.011	0.007	0.001
Si	4.037	12.211	16.317	0.014	0.015	-0.016
Si	6.761	14.991	16.487	0.013	-0.005	0.01
Si	9.505	1.383	16.486	-0.005	0.013	-0.009
Si	6.74	4.116	16.436	0.003	0.006	-0.004
Si	9.487	6.85	16.525	0.005	-0.006	0
Si	6.752	9.569	16.441	-0.017	0.014	-0.006
Si	9.492	12.31	16.517	0.008	0.006	-0.016
Si	12.215	15.005	16.551	0.01	-0.003	-0.011
Si	14.937	1.421	16.584	-0.004	0.001	-0.005
Si	12.238	4.128	16.567	-0.002	0.002	-0.006
Si	14.983	6.828	16.58	0.003	0.011	-0.002
Si	12.228	9.584	16.546	0.016	0.01	0
Si	14.95	12.281	16.591	-0.011	-0.001	-0.014
Si	17.675	14.995	16.568	-0.001	0.003	-0.018
Si	20.459	1.389	16.602	0	-0.006	0.001
Si	17.722	4.155	16.608	0.008	0.002	-0.003
Si	20.469	6.84	16.613	0.012	-0.004	-0.003
Si	17.717	9.544	16.61	0.005	0.004	-0.007
Si	20.443	12.241	16.599	-0.013	0.002	0.006
Si	23.18	15.001	16.605	0.001	0.009	-0.008
Si	25.876	1.391	16.558	0.004	-0.022	0.015
Si	23.206	4.095	16.583	0	0.013	-0.004
Si	25.856	6.733	16.484	0.014	-0.012	-0.012
Si	23.124	9.539	16.562	-0.01	-0.019	0.005
Si	25.889	12.289	16.51	0.002	0.003	-0.021
Si	28.57	14.974	16.404	0.017	-0.021	-0.008
Si	31.303	1.313	16.38	-0.018	-0.015	0.002
Si	28.567	4.049	16.434	-0.004	-0.008	-0.005
Si	31.328	6.821	16.295	-0.001	-0.014	-0.016
Si	28.611	9.508	16.405	0.005	0	-0.008
Si	31.304	12.194	16.253	-0.004	-0.003	-0.013
Si	34.048	14.933	16.267	-0.007	0.013	-0.013
Si	36.766	1.304	16.161	0.006	0.003	-0.015
Si	34.063	4.074	16.204	0.019	-0.01	-0.013
Si	36.779	6.78	16.311	-0.024	0.005	0.004
Si	34.115	9.507	16.258	0.006	0.003	-0.009
Si	36.75	12.191	16.261	-0.006	-0.002	0.007
Si	39.519	14.926	16.201	0.001	0.008	-0.007
Si	42.175	1.366	16.196	0.002	-0.005	-0.015
Si	39.439	4.067	16.245	0.004	0.001	0.009
Si	42.175	6.793	16.224	0.019	0.005	-0.005
Si	39.495	9.504	16.245	0.007	0.006	0.002
Si	42.194	12.207	16.251	0.001	-0.006	-0.006
Si	44.945	14.918	16.199	-0.004	0.013	-0.012
Si	47.63	1.355	16.186	-0.003	0.004	-0.006
Si	44.891	4.059	16.218	0	-0.001	0.006
Si	47.616	6.787	16.222	-0.004	-0.015	-0.013
Si	44.919	9.488	16.255	-0.004	0.003	-0.012
Si	47.632	12.205	16.254	0.002	0.02	0
Si	50.336	14.885	16.206	-0.001	-0.012	0.002
Si	53.035	1.333	16.183	-0.003	0.009	-0.011
Si	50.322	4.043	16.226	-0.006	-0.001	-0.002
Si	52.979	6.804	16.206	0.025	-0.018	0.003
Si	50.327	9.478	16.254	0.003	-0.007	0.007
Si	53.009	12.208	16.243	0.002	-0.002	0.011
Si	55.715	14.91	16.237	-0.018	0.014	0.002
Si	58.436	1.342	16.173	0.008	-0.009	0.003
Si	55.705	4.032	16.14	0.002	0.003	-0.01
Si	58.425	6.754	16.138	-0.009	0.005	-0.007
Si	55.649	9.487	16.163	-0.019	-0.002	-0.008
Si	58.394	12.264	16.164	0.012	0.005	0.004
Si	61.131	14.983	16.173	0.006	0.003	-0.002
Si	63.851	1.37	16.287	0.007	0.004	-0.005
Si	61.137	4.029	16.226	-0.009	0.007	0.001
Si	63.849	6.761	16.226	-0.017	0.028	-0.008
Si	61.088	9.481	16.14	-0.011	-0.008	-0.015
Si	63.878	12.239	16.164	0.007	0.011	-0.018
Si	2.608	16.33	17.65	-0.009	-0.006	-0.005
Si	5.392	2.755	17.802	0.006	0.01	-0.011
Si	2.666	5.422	17.762	0.016	-0.006	0.026
Si	5.324	8.208	17.73	0.006	0.011	-0.025
Si	2.662	10.867	17.664	0.005	-0.003	-0.006
Si	5.366	13.53	17.72	0.006	-0.012	0.004
Si	8.152	16.357	17.86	-0.006	-0.001	-0.021
Si	10.83	2.757	17.863	0.012	0.002	0.004
Si	8.06	5.485	17.818	0.004	-0.003	0.005
Si	10.876	8.209	17.885	-0.009	0.006	-0.006
Si	8.125	10.918	17.822	-0.014	-0.003	0.01
Si	10.818	13.687	17.92	-0.005	-0.004	-0.015
Si	13.571	16.353	17.925	-0.007	0.001	0.014
Si	16.285	2.832	17.92	-0.008	-0.002	-0.015
Si	13.613	5.484	17.946	-0.004	-0.019	-0.005
Si	16.359	8.162	17.952	0.002	-0.016	0.007
Si	13.546	10.956	17.946	0.004	0.007	0.005
Si	16.327	13.635	17.944	-0.013	0.013	0.003
Si	19.018	16.375	17.908	0.002	-0.005	-0.012
Si	21.883	2.723	17.952	-0.007	-0.005	-0.015
Si	19.112	5.5	17.989	-0.017	0.009	0.025
Si	21.835	8.173	18.017	0.026	0.008	0.006
Si	19.089	10.885	17.991	-0.009	-0.002	0.002
Si	21.806	13.623	17.94	0.016	0.011	0.025
Si	24.57	16.348	17.995	0.008	-0.007	-0.006
Si	27.218	2.771	17.929	-0.022	0.037	0.027
Si	24.567	5.419	17.999	0.012	-0.032	0.01
Si	27.263	8.094	17.732	-0.001	-0.03	-0.01
Si	24.512	10.93	17.844	0.01	0.036	-0.018
Si	27.221	13.71	17.862	-0.03	0.026	-0.007
Si	29.942	16.265	17.784	-0.003	0.02	0.002
Si	32.775	2.699	17.576	0.014	0.011	0.001
Si	29.977	5.46	17.649	0.007	0.033	-0.014
Si	32.749	8.176	17.592	-0.003	-0.024	-0.011
Si	29.99	10.904	17.706	-0.003	-0.004	0.024
Si	32.671	13.538	17.56	-0.005	0.007	-0.021
Si	35.467	16.287	17.566	0	0.005	0.019
Si	38.06	2.655	17.546	0	-0.008	-0.005
Si	35.372	5.404	17.627	0.011	0.006	0.02
Si	38.16	8.185	17.65	-0.003	-0.002	-0.002
Si	35.457	10.82	17.694	-0.009	-0.007	0.044
Si	38.18	13.542	17.535	0.003	0.003	-0.027
Si	40.828	16.341	17.558	-0.002	0.008	-0.001
Si	43.515	2.714	17.582	-0.015	0.01	0.014
Si	40.804	5.451	17.583	0.008	0.02	-0.013
Si	43.504	8.171	17.601	-0.007	0.013	0.005
Si	40.842	10.847	17.641	0.015	-0.014	0.004
Si	43.602	13.563	17.562	0	-0.012	0.014
Si	46.3	16.31	17.534	0.004	-0.008	0.005
Si	48.982	2.672	17.598	0.003	-0.009	0.016
Si	46.268	5.416	17.563	0.012	0.016	0.008
Si	48.969	8.121	17.628	-0.001	0.011	0.003
Si	46.31	10.822	17.63	-0.004	-0.026	0.004
Si	49.018	13.535	17.629	0.009	-0.014	0.022
Si	51.689	16.275	17.52	0.014	0.001	-0.036
Si	54.393	2.684	17.546	0.003	-0.012	0.029
Si	51.647	5.439	17.582	-0.011	0.011	0.003
Si	54.294	8.173	17.593	-0.007	0.034	0.025
Si	51.685	10.83	17.636	-0.005	0.006	0.009
Si	54.356	13.553	17.638	0.02	0.006	0.018
Si	57.103	16.301	17.537	-0.01	0.01	-0.005
Si	59.76	2.674	17.586	0.017	-0.001	0.026
Si	57.068	5.381	17.463	0	-0.026	-0.021
Si	59.745	8.11	17.509	0	0.016	0.031
Si	56.979	10.901	17.448	-0.021	-0.002	-0.028
Si	59.766	13.633	17.51	-0.01	0.006	0.011
Si	62.43	16.339	17.586	-0.013	0.002	0.015
Si	65.2	2.703	17.705	-0.008	-0.003	-0.006
Si	62.51	5.372	17.574	0.014	-0.014	-0.005
Si	65.181	8.123	17.586	0.021	-0.01	0.014
Si	62.455	10.874	17.409	0.012	-0.005	-0.022
Si	65.214	13.577	17.555	0.004	-0.014	0.01
Si	1.311	1.366	19.076	0.027	0.023	0.013
Si	4.026	4.076	19.201	-0.019	0.018	0.01
Si	1.235	6.805	19.02	-0.01	0.016	-0.028
Si	3.951	9.526	19.112	-0.005	-0.005	-0.001
Si	1.258	12.212	18.95	0.006	0.018	-0.023
Si	3.86	14.838	18.932	-0.027	-0.018	-0.013
Si	6.764	1.399	19.16	0.026	0.044	0.001
Si	9.396	4.097	19.169	0.006	0.003	-0.03
Si	6.671	6.901	19.107	0.015	-0.007	-0.031
Si	9.514	9.598	19.2	0.014	0.02	-0.019
Si	6.74	12.249	19.171	-0.009	0.017	-0.029
Si	9.471	15.043	19.328	0.01	-0.003	0.011
Si	12.179	1.406	19.248	-0.022	0	-0.023
Si	14.979	4.177	19.37	0.026	0.012	0.008
Si	12.216	6.835	19.264	0.003	0.022	-0.009
Si	14.926	9.529	19.218	-0.01	-0.016	-0.044
Si	12.168	12.363	19.307	0.011	-0.008	-0.022
Si	14.962	15.01	19.292	-0.005	-0.001	-0.011
Si	17.651	1.476	19.222	0.002	-0.015	-0.017
Si	20.556	4.121	19.272	0	0.003	-0.01
Si	17.74	6.85	19.39	-0.001	0.008	-0.033
Si	20.44	9.514	19.389	-0.012	-0.021	0.004
Si	17.685	12.26	19.305	0.014	0.011	-0.014
Si	20.348	14.971	19.233	-0.018	-0.019	-0.024
Si	23.233	1.39	19.386	-0.012	0.023	-0.005
Si	25.905	4.096	19.482	0.018	-0.028	-0.031
Si	23.266	6.825	19.384	-0.012	0.025	-0.018
Si	25.886	9.458	19.035	-0.021	-0.011	-0.016
Si	23.244	12.309	19.301	0.019	0.032	-0.033
Si	25.941	15.036	19.424	0.005	0	0.007
Si	28.609	1.348	19.169	0.01	-0.036	-0.002
Si	31.501	4.177	18.851	0.037	0.023	-0.013
Si	28.606	6.72	19.091	-0.044	-0.02	-0.028
Si	31.422	9.52	18.964	0.032	0.01	-0.025
Si	28.634	12.306	19.06	0.044	-0.003	-0.043
Si	31.331	14.779	19.006	-0.016	-0.026	-0.04
Si	34.102	1.296	18.927	0.023	0.028	-0.05
Si	36.63	3.897	18.929	-0.03	-0.057	-0.031
Si	34.129	6.896	18.983	-0.02	0.017	-0.035
Si	36.943	9.577	19.123	0.056	0.039	0.004
Si	33.968	12.178	18.927	0	-0.015	-0.023
Si	36.853	14.896	18.862	0.015	0.025	-0.026
Si	39.39	1.32	18.934	-0.012	-0.002	-0.035
Si	42.091	4.051	18.934	0.004	-0.038	-0.018
Si	39.491	6.803	19.002	-0.005	0.034	-0.014
Si	42.175	9.509	19.055	-0.008	-0.011	-0.018
Si	39.498	12.245	18.98	-0.015	-0.042	0.013
Si	42.309	15.05	18.836	0.011	0.041	-0.047
Si	44.945	1.36	18.873	0.006	0.007	-0.028
Si	47.656	4.088	18.939	-0.015	0.01	-0.046
Si	44.868	6.774	18.879	0.023	-0.013	-0.041
Si	47.692	9.496	19.052	0.002	0.039	0.003
Si	44.918	12.164	18.952	-0.024	0.01	-0.009
Si	47.698	15	18.904	0.013	0.034	-0.024
Si	50.344	1.24	18.923	-0.031	-0.012	-0.028
Si	53.038	4.07	18.874	0.01	0.013	-0.027
Si	50.286	6.749	19.017	0.021	-0.028	0
Si	52.985	9.509	19.1	-0.005	0.003	-0.012
Si	50.347	12.144	19.055	0.001	-0.038	-0.011
Si	53.024	15.004	18.954	-0.011	0.012	-0.006
Si	55.786	1.343	18.909	0.034	-0.013	-0.042
Si	58.359	4.04	18.891	-0.031	-0.01	-0.018
Si	55.721	6.748	18.77	0.02	-0.02	-0.025
Si	58.326	9.542	18.728	0.011	-0.006	-0.051
Si	55.684	12.121	18.984	-0.014	-0.026	-0.011
Si	58.445	14.969	18.927	0.029	0.021	-0.01
Si	61.073	1.34	19.026	-0.029	-0.037	-0.03
Si	63.805	4.046	19.053	-0.007	0.01	0.004
Si	61.097	6.705	18.853	0	0.001	-0.018
Si	63.71	9.499	18.782	-0.015	-0.004	-0.028
Si	61.147	12.233	18.761	0.014	0.001	-0.024
Si	63.808	14.926	18.836	-0.014	-0.004	-0.045
Si	65.14	16.253	20.227	0.012	-0.034	0.044
Si	2.689	2.619	20.571	0.005	-0.037	0.053
Si	65.219	5.375	20.389	0.024	-0.016	0.046
Si	2.468	8.249	20.437	-0.027	-0.007	0.082
Si	65.028	10.855	20.11	0.003	0.015	0.071
Si	2.528	13.549	20.421	-0.023	0.007	0.041
Si	5.319	16.147	20.13	0.004	-0.015	0.02
Si	8.029	2.81	20.628	-0.002	-0.022	0.04
Si	5.298	5.627	20.52	-0.034	-0.006	0.026
Si	8.098	8.211	20.444	-0.005	-0.022	0.067
Si	5.376	10.804	20.479	0.033	-0.028	0.057
Si	8.054	13.649	20.612	-0.017	-0.011	0.054
Si	10.804	16.456	20.721	-0.004	0.008	0.059
Si	13.541	2.777	20.601	-0.025	-0.001	0.041
Si	10.76	5.473	20.503	-0.017	-0.011	0.042
Si	13.588	8.185	20.625	0.029	-0.007	0.051
Si	10.789	10.986	20.65	-0.022	0.011	0.027
Si	13.555	13.717	20.686	-0.014	-0.007	0.041
Si	16.293	16.462	20.602	-0.031	0.013	0.053
Si	19.087	2.807	20.522	0	0.021	0.023
Si	16.386	5.493	20.8	0.027	0	0.04
Si	19.072	8.206	20.852	-0.027	-0.012	0.03
Si	16.289	10.867	20.576	-0.003	-0.026	0.064
Si	19.012	13.621	20.686	0.02	0.003	0.04
Si	21.732	16.333	20.547	-0.005	-0.001	0.044
Si	24.545	2.679	20.939	0.033	0.061	0.058
Si	21.892	5.446	20.723	-0.021	-0.002	0.051
Si	24.738	8.203	20.666	0.025	-0.035	0.043
Si	21.892	10.894	20.611	0.025	0.003	0.039
Si	24.575	13.655	20.818	-0.029	-0.048	0.059
Si	27.331	16.437	20.813	-0.014	0.001	0.046
Si	30.221	2.759	20.117	0.012	-0.019	0.025
Si	27.395	5.483	20.765	-0.034	0.001	0.02
Si	30.022	8.177	20.227	0.012	0.011	0.049
Si	27.251	10.869	20.233	-0.01	0.021	0.058
Si	30.029	13.49	20.535	-0.031	-0.034	0.052
Si	32.81	16.128	20.162	0.05	-0.008	0.035
Si	35.32	2.578	20.48	0.021	0.02	0.046
Si	32.732	5.576	20.305	-0.056	-0.006	0.069
Si	35.539	8.194	20.396	-0.003	-0.025	0.027
Si	32.665	10.877	20.42	-0.007	0.006	0.052
Si	35.474	13.493	20.087	0.006	-0.031	0.035
Si	38.095	16.226	20.338	0.023	0.001	0.035
Si	40.673	2.73	20.294	-0.004	0.024	0.037
Si	38.015	5.333	20.085	0.005	0.003	0.039
Si	40.819	8.138	20.476	0.002	0.008	0.064
Si	38.285	11.02	20.609	-0.021	-0.036	0.036
Si	40.922	13.699	20.1	-0.002	-0.007	0.05
Si	43.644	16.385	20.287	-0.006	0.009	0.056
Si	46.287	2.691	20.225	-0.001	-0.013	0.061
Si	43.481	5.411	20.217	-0.01	0.014	0.011
Si	46.242	8.111	20.257	-0.009	-0.005	0.079
Si	43.554	10.884	20.435	-0.015	-0.004	0.034
Si	46.343	13.598	20.141	0.01	-0.013	0.046
Si	49.051	16.24	20.419	0.01	-0.016	0.052
Si	51.698	2.659	20.179	-0.019	-0.002	0.015
Si	48.985	5.389	20.432	-0.013	0.011	0.064
Si	51.589	8.085	20.432	-0.007	0.047	0.059
Si	49.053	10.772	20.572	0.015	-0.03	0.059
Si	51.7	13.613	20.313	-0.005	-0.005	0.019
Si	54.462	16.339	20.293	-0.008	-0.014	0.038
Si	57.088	2.685	20.347	0.015	0.014	0.069
Si	54.451	5.409	20.185	0.02	-0.009	0.037
Si	57.003	8.17	20.068	-0.019	0.03	0.019
Si	54.384	10.816	20.544	-0.001	0.013	0.054
Si	57.117	13.536	20.186	0.011	0.009	0.045
Si	59.705	16.278	20.44	0.021	0.026	0.043
Si	62.403	2.726	20.43	0	-0.003	0.077
Si	59.703	5.39	20.222	-0.005	-0.01	0.037
Si	62.423	8.108	20.152	0.008	0.002	0.019
Si	59.762	10.861	19.989	-0.002	-0.015	0.056
Si	62.447	13.554	20.167	0.002	0.01	0.05
Si	0.8	14.655	21.638	0.324	0.098	-0.705
Si	4.143	1.028	21.651	-0.332	0.12	-0.589
Si	1.556	4.298	21.785	-0.205	-0.152	-0.738
Si	3.601	6.732	21.787	0.223	0.139	-0.701
Si	0.693	9.353	21.577	0.325	0.003	-0.704
Si	4.157	12.375	21.659	-0.209	-0.145	-0.646
Si	6.273	14.721	21.7	0.318	0.09	-0.633
Si	9.632	1.756	22.046	-0.188	-0.204	-0.687
Si	6.92	4.559	21.809	-0.147	-0.22	-0.717
Si	9.21	6.668	21.791	0.22	0.126	-0.76
Si	7.007	9.718	21.837	-0.282	-0.122	-0.722
Si	9.139	12.082	21.978	0.308	0.165	-0.638
Si	12.492	15.407	21.999	-0.114	-0.181	-0.711
Si	14.742	1.31	21.981	0.184	0.14	-0.695
Si	11.895	3.917	21.806	0.083	0.058	-0.698
Si	15.199	7.138	22.024	-0.109	-0.141	-0.759
Si	12.38	9.773	21.867	-0.191	-0.229	-0.706
Si	14.667	11.978	21.826	0.154	0.229	-0.712
Si	17.871	15.325	21.892	-0.178	-0.284	-0.658
Si	20.144	1.199	21.821	0.287	0.177	-0.77
Si	18.067	4.295	22.016	-0.244	-0.024	-0.699
Si	20.289	6.539	22.059	0.045	0.194	-0.69
Si	17.383	9.411	22.072	0.244	0.035	-0.717
Si	20.673	12.43	21.875	-0.184	-0.05	-0.748
Si	22.745	14.771	21.947	0.308	0.015	-0.697
Si	26.078	1.506	22.404	-0.026	-0.049	-0.744
Si	23.273	4.222	22.241	-0.094	-0.191	-0.737
Si	26.559	7.396	22.058	-0.121	-0.235	-0.741
Si	23.483	9.748	21.933	-0.132	-0.19	-0.657
Si	25.809	11.836	21.78	-0.044	0.335	-0.668
Si	29.156	15.276	21.786	-0.469	-0.314	-0.584
Si	31.419	1.181	21.339	0.153	0.2	-0.662
Si	29.217	4.19	21.604	-0.447	-0.084	-0.61
Si	31.103	6.692	21.627	0.338	0.167	-0.697
Si	28.725	9.602	21.496	0.03	-0.019	-0.485
Si	30.988	11.776	21.895	0.125	0.118	-0.666
Si	34.283	14.871	21.466	-0.162	0.014	-0.622
Si	36.418	0.836	21.714	0.109	0.3	-0.712
Si	34.158	4.321	21.634	-0.17	-0.285	-0.656
Si	36.563	6.389	21.519	0.089	0.319	-0.696
Si	34.38	9.835	21.606	-0.077	-0.083	-0.627
Si	36.497	12.187	21.715	0.3	0.015	-0.581
Si	39.869	15.202	21.511	-0.343	-0.136	-0.755
Si	41.976	1.227	21.483	0.26	0.162	-0.73
Si	39.195	4.073	21.604	-0.001	-0.29	-0.668
Si	42.476	6.951	21.667	-0.348	-0.228	-0.682
Si	39.768	9.686	21.97	-0.018	0.077	-0.797
Si	42.454	12.707	21.5	-0.132	-0.384	-0.727
Si	44.855	14.752	21.498	0.112	0.339	-0.74
Si	47.872	1.59	21.555	-0.127	-0.134	-0.788
Si	45.023	4.223	21.46	-0.11	-0.259	-0.765
Si	47.228	6.474	21.599	0.331	0.115	-0.786
Si	44.717	9.206	21.652	0.202	0.331	-0.705
Si	47.792	12.478	21.582	0.001	-0.161	-0.658
Si	50.145	14.583	21.798	0.124	0.258	-0.654
Si	53.348	1.701	21.503	-0.111	-0.228	-0.7
Si	50.183	3.697	21.599	0.072	0.302	-0.693
Si	53.24	6.853	21.519	-0.234	-0.121	-0.678
Si	50.467	9.422	22.079	-0.221	-0.102	-0.807
Si	53.317	12.631	21.676	-0.206	-0.377	-0.663
Si	55.673	14.731	21.541	0.13	0.243	-0.685
Si	58.583	1.561	21.801	-0.19	-0.249	-0.782
Si	55.576	3.938	21.631	0.255	0.19	-0.679
Si	58.55	7.061	21.36	-0.037	-0.171	-0.704
Si	55.507	9.011	21.665	0.147	0.432	-0.654
Si	58.483	12.131	21.446	0.09	0.205	-0.717
Si	61.385	15.075	21.563	-0.411	-0.186	-0.75
Si	63.583	1.017	21.549	0.156	0.331	-0.751
Si	60.714	3.867	21.683	0.258	0.085	-0.704
Si	63.956	6.987	21.501	-0.057	-0.187	-0.706
Si	60.755	9.244	21.309	0.212	-0.04	-0.736
Si	63.944	12.369	21.5	-0.197	-0.108	-0.769
Si	0.297	6.474	31.5	-0.01	0.005	-0.035
Si	8.135	1.236	24.845	0.018	-0.005	-0.071
Si	1.115	10.23	24.486	-0.034	-0.008	-0.082
Si	10.83	9.886	26.223	-0.016	0.055	0.117
Si	3.554	8.224	24.582	0.008	-0.014	-0.2
Si	9.81	12.542	25.049	-0.175	0.006	-0.127
Si	12.154	14.136	24.784	0.142	0.035	-0.029
Si	8.87	6.822	29.11	0.011	-0.017	-0.007
Si	10.972	8	24.043	0.024	-0.003	-0.177
Si	14.455	12.252	24.647	-0.011	0.046	0.05
Si	10.22	15.927	29.33	-0.023	0.027	0.107
Si	11.277	1.647	31.487	-0.031	0.089	0.017
Si	14.66	14.779	26.099	-0.077	-0.061	-0.051
Si	17.001	15.833	24.768	0.154	0.067	-0.069
Si	13.195	5.792	24.018	-0.052	0.086	-0.165
Si	15.272	7.15	27.035	0.068	0.024	0.049
Si	15.531	9.547	28.782	-0.041	-0.111	0.052
Si	11.928	13.447	29.241	0.079	-0.045	0.108
Si	27.624	14.637	26.015	0.027	-0.1	0.037
Si	22.236	7.895	24.199	-0.004	0.026	-0.133
Si	21.481	2.609	24.287	-0.028	-0.002	-0.04
Si	22.152	6.984	29.821	-0.11	0.033	0.117
Si	18.952	11.161	24.198	-0.073	0.012	-0.083
Si	19.335	13.428	30.529	0.026	-0.003	0.229
Si	22.689	16.195	24.783	-0.066	-0.005	-0.05
Si	26.624	11.931	30.6	0.079	-0.101	0.234
Si	29.432	11.302	29.537	-0.195	-0.023	0.114
Si	34.092	8.493	24.276	-0.07	0.01	-0.088
Si	24.828	6.113	24.194	-0.05	0.019	0.037
Si	24.963	2.155	27.502	0.049	-0.083	0.002
Si	32.24	1.315	24.278	-0.068	-0.004	-0.041
Si	31.557	6.981	24.634	-0.01	-0.042	-0.127
Si	30.975	13.607	30.438	0.119	0.063	0.152
Si	29.783	2.215	29.266	0.023	0.059	-0.053
Si	25.203	11.293	26.608	0.005	-0.041	0.04
Si	39.427	15.119	24.497	0.003	0.01	-0.145
Si	45.669	2.82	28.191	0.092	0.106	-0.02
Si	38.084	16.163	28.204	0.054	-0.038	-0.024
Si	32.891	4.191	24.576	0.02	-0.014	-0.13
Si	35.733	4.308	25.658	-0.008	-0.085	-0.093
Si	41.087	13.095	26.323	0.04	0.088	-0.133
Si	43.671	14.86	26.701	-0.003	0.037	0.059
Si	40.729	5.769	23.651	0.086	0.027	-0.021
Si	46.336	1.245	24.253	0.02	0.111	-0.085
Si	41.725	3.692	25.74	-0.093	0.082	-0.138
Si	42.433	6.277	27.31	-0.05	-0.011	-0.032
Si	41.906	10.136	29.195	0.085	0.072	0.047
Si	41.73	11.358	23.899	-0.191	0.006	0.011
Si	44.411	15.283	30.309	-0.003	-0.116	0.112
Si	51.499	5.368	23.655	0.009	-0.053	-0.072
Si	49.88	7.625	24.528	0.143	0.077	-0.087
Si	44.59	10.126	24.486	0.072	-0.153	-0.093
Si	46.389	14.305	28.4	-0.048	-0.011	0.032
Si	47.224	3.851	25.846	-0.053	0.026	0.03
Si	53.879	16.964	24.106	0.015	0.007	-0.068
Si	61.338	1.512	25.995	0.116	0.06	-0.019
Si	47.224	6.708	24.641	0.1	0.039	-0.072
Si	60.285	13.297	23.784	0.062	-0.103	-0.117
Si	46.825	12.097	24.439	-0.001	0.025	-0.192
Si	53.865	14.363	25.43	-0.014	0.077	-0.024
Si	58.413	14.745	28.538	-0.009	0.168	0.019
Si	57.177	10.364	23.564	0.075	-0.139	0.075
Si	56.896	5.79	23.778	-0.007	-0.132	-0.108
Si	64.118	5.932	25.867	-0.065	0.006	-0.033
Si	63.774	9.101	25.651	0.028	-0.034	-0.139
Si	56.163	15.666	26.821	0.001	-0.015	-0.236
Si	63.724	2.432	24.093	-0.074	-0.072	0.02
Si	5.167	4.846	27.251	0.137	0.09	0.104
Si	58.187	5.522	28.734	0.008	-0.023	-0.036
Si	62.607	5.09	23.553	-0.101	0.066	-0.072
Si	62.148	10.889	23.6	0.091	0.138	-0.053
Si	62.516	13.317	27.176	0.055	0.025	0.028
Si	2.596	15.477	23.794	-0.004	-0.008	-0.1
Si	3.841	16.489	26.185	0.018	-0.068	-0.106
Si	3.676	7.175	27.329	-0.042	0.044	0.013
Si	6.294	9.407	24.796	0.067	0.008	-0.072
Si	3.094	12.374	24.427	-0.105	0.117	-0.142
Si	65.053	14.854	28.196	-0.064	0.011	-0.012
Si	5.655	2.642	23.577	0.027	-0.027	0.016
Si	13.278	4.995	26.921	-0.072	-0.014	0.004
Si	4.634	7.682	30.722	0.072	-0.031	0.085
Si	4.488	12.099	27.178	-0.008	0.073	-0.002
Si	6.451	15.25	24.698	0.004	-0.041	-0.003
Si	10.753	4.588	28.357	0.013	-0.036	0.143
Si	16.637	2.491	24.226	-0.044	-0.044	-0.039
Si	25.087	6.404	29.409	0.022	-0.03	0.281
Si	19.697	3.659	26.739	0.059	-0.066	-0.042
Si	20.481	9.368	26.353	0.067	-0.112	-0.083
Si	14.005	9.704	26.273	0.019	-0.063	-0.016
Si	14.954	3.601	28.73	-0.019	0.045	-0.019
Si	20.868	15.058	26.903	-0.057	0.012	-0.007
Si	16.791	4.571	26.523	-0.08	-0.087	-0.037
Si	22.687	10.713	28.08	-0.046	-0.083	0.028
Si	19.486	9.281	31.348	0.012	-0.014	0.148
Si	14.738	13.967	28.837	-0.042	-0.045	-0.012
Si	18.4	13.441	26.204	-0.028	0.045	-0.071
Si	33.382	15.579	30.255	-0.053	-0.064	0.123
Si	32.606	9.518	27.785	0.088	-0.077	0.095
Si	24.389	3.957	31.167	0.038	-0.063	0.086
Si	28.349	2.536	23.993	-0.081	0.054	-0.037
Si	22.201	13.663	29.095	-0.153	0.038	0.118
Si	28.839	3.721	26.906	0.045	0.004	0.006
Si	25.954	13.643	28.057	0.088	0.05	0.076
Si	34.236	10.961	25.821	-0.063	0.231	-0.159
Si	28.065	10.554	26.849	-0.029	0.073	-0.034
Si	33.965	9.16	30.296	-0.027	0.062	0.152
Si	26.965	12.054	24.561	0.017	-0.117	0.016
Si	25.933	4.971	26.987	-0.012	-0.025	-0.216
Si	36.677	13.958	24.423	-0.019	-0.039	-0.177
Si	37.512	2.561	23.93	0.065	0.022	-0.169
Si	33.372	6.9	28.689	-0.013	0.094	0.132
Si	36.958	8.921	30.608	-0.069	-0.014	0.055
Si	33.92	15.371	25.286	-0.002	-0.04	-0.032
Si	38.806	0.978	30.99	0.018	-0.034	0.057
Si	43.307	1.098	28.398	-0.054	-0.121	0
Si	50.356	4.942	30.604	-0.046	0	-0.003
Si	40.975	5.761	29.794	0.006	0.05	0.096
Si	36.664	6.898	24.368	-0.033	-0.002	-0.079
Si	39.036	8.301	24.491	0.035	0.032	-0.092
Si	41.353	2.623	30.308	0.102	-0.089	0.057
Si	51.865	0.992	26.205	0.108	-0.064	0.02
Si	49.929	2.177	29.759	-0.093	-0.061	-0.006
Si	44.614	10.374	30.341	0.001	-0.079	0.012
Si	54.857	11.394	25.218	-0.085	-0.129	-0.075
Si	45.63	14.923	24.529	-0.048	-0.141	-0.15
Si	52.18	6.604	26.118	-0.113	-0.046	0.004
Si	51.492	14.342	31.082	0.022	0.031	0.148
Si	49.372	12.027	31.142	0.007	0.046	0.215
Si	55.149	6.938	25.924	-0.004	0.011	0.022
Si	56.186	9.598	27.344	0.044	-0.012	-0.007
Si	50.954	14.761	24.853	0.056	-0.08	-0.135
Si	43.652	2.557	23.7	-0.015	-0.007	-0.135
Si	56.469	1.931	28.588	-0.035	-0.087	0.113
Si	63.509	1.263	28.2	0.023	-0.03	0.024
Si	58.839	1.031	30.082	-0.066	0.006	0.206
Si	61.976	13.635	30.017	0.088	0.036	0.061
Si	58.95	9.437	25.958	-0.034	0.005	-0.01
Si	58.87	6.331	26.005	0.022	0.066	-0.097
Si	60.355	4.125	27.204	-0.11	0.058	-0.056
Si	3.636	3.026	25.551	-0.145	-0.045	-0.02
Si	61.772	10.386	27.283	-0.191	0.043	0.008
Si	60.709	10.088	30.194	0.033	-0.056	0.111
Si	2.787	14.555	28.248	0	0.075	-0.005
Si	63.368	4.174	28.206	0.044	0.01	-0.104
Si	60.351	15.043	26.073	-0.067	-0.097	0.02
Si	5.371	1.137	31.331	-0.036	-0.004	0.109
Si	0.767	3.843	24.808	0.055	0.078	-0.055
Si	6.578	7.462	27.135	-0.07	-0.013	-0.002
Si	3.324	15.064	31.286	0.052	0.056	0.141
Si	7.305	11.644	30.51	0.193	-0.129	0.123
Si	6.774	5.631	30.814	-0.096	-0.019	0.03
Si	6.59	2.964	29.213	0.078	0.061	0.095
Si	12.792	4.171	30.68	-0.098	-0.033	0.02
Si	4.54	10.605	29.622	-0.064	-0.107	0.058
Si	6.939	12.384	25.781	-0.041	0.004	0.023
Si	9.207	1.991	27.652	0.028	0.033	-0.019
Si	18.163	16.2	30.734	0.018	0.003	0.129
Si	9.981	10.957	29.028	-0.006	0	0.018
Si	10.794	8.597	30.674	0.001	-0.062	0.139
Si	13.725	8.999	31.353	-0.043	0.023	0.049
Si	8.591	14.244	31.339	0.102	0.051	0.025
Si	13.683	14.245	31.422	-0.103	-0.048	0.103
Si	16.054	1.861	30.815	-0.037	0.008	0.105
Si	19.861	1.293	28.504	0.049	-0.119	0.032
Si	20.046	5.138	29.209	0.053	0.15	0.098
Si	19.58	7.912	28.701	0.034	-0.026	0.077
Si	17.235	12.067	28.85	0.013	0.067	0.037
Si	18.703	3.569	31.456	0.016	-0.019	0.248
Si	23.665	15.644	30.821	0.018	0.033	-0.018
Si	28.959	15.796	30.271	-0.097	0.097	0.199
Si	22.72	1.855	29.382	0.137	0.094	0.123
Si	26.346	8.811	31.067	0.114	0.118	0.049
Si	22.427	9.572	30.895	-0.118	0.022	0.051
Si	25.416	16.668	25.216	0.027	-0.04	-0.209
Si	26.022	16.263	29.256	0.007	0.085	-0.015
Si	30.443	5.762	28.503	-0.048	-0.069	0.066
Si	29.475	4.331	31.133	0.056	-0.063	0.025
Si	29.914	8.19	26.994	0.138	-0.045	-0.081
Si	29.55	16.038	24.546	0.151	0.039	-0.179
Si	32.963	13.109	23.868	-0.078	-0.011	-0.103
Si	38.465	6.986	28.676	-0.05	0.026	-0.019
Si	32.495	2.059	30.288	0.006	0.137	0.127
Si	35.27	15.251	27.918	-0.069	0.107	-0.006
Si	40.501	8.604	26.922	0.008	-0.007	0.146
Si	29.407	9.031	31.42	0.009	-0.073	0.075
Si	36.44	12.488	27.002	0.088	0.089	-0.052
Si	34.982	3.839	30.96	-0.018	-0.042	0.022
Si	39.605	1.429	25.892	-0.018	-0.074	-0.04
Si	35.989	5.109	28.424	0.03	-0.038	0.085
Si	40.95	8.325	31.42	0.048	-0.03	0.036
Si	38.177	11.798	31.151	-0.107	-0.039	-0.016
Si	38.915	13.045	28.474	-0.129	0.131	0.057
Si	46.34	4.041	31.034	0.154	-0.044	0.184
Si	47.913	16.988	28.205	0.161	0.015	0.144
Si	48.048	6.675	30.372	-0.076	0.061	0.13
Si	44.905	7.864	26.373	-0.008	0.027	-0.039
Si	43.02	12.67	30.345	-0.064	0.064	-0.023
Si	46.779	9.024	28.665	0.052	-0.008	0.051
Si	52.199	16.559	29.311	-0.032	0.088	-0.015
Si	52.153	11.19	23.974	-0.022	0.042	-0.011
Si	55.515	4.567	27.98	-0.04	0.155	0.068
Si	49.686	2.583	26.885	-0.164	-0.087	-0.058
Si	52.927	5.466	28.935	-0.079	0.065	-0.02
Si	49.633	12.22	25.641	0.139	0.016	-0.11
Si	54.639	1.191	30.914	-0.002	0.005	0.133
Si	56.709	16.518	23.853	0.05	0.001	-0.046
Si	56.305	9.281	30.304	-0.049	0.097	0.116
Si	54.592	6.757	31.14	0.012	-0.133	0.076
Si	48.205	11.667	28.249	-0.016	0.119	-0.021
Si	61.79	16.755	30.4	-0.057	-0.032	0.163
Si	63.387	4.296	31.369	-0.033	-0.124	0.077
Si	1.816	7.888	29.543	0.032	-0.007	-0.005
Si	58.853	7.86	30.49	0.011	-0.088	0.067
Si	1.593	10.808	30.553	0.034	0.007	0.055
Si	59.28	12.58	30.496	0.062	0.078	0.008
Si	64.866	13.098	30.568	0.041	-0.069	0.055
Si	1.448	15.012	5.524	0	0.01	0.013
Si	4.171	1.407	5.563	-0.007	-0.001	0.011
Si	1.417	4.126	5.54	-0.011	0.002	0.023
Si	4.191	6.883	5.569	-0.012	-0.016	0.009
Si	1.428	9.602	5.493	-0.006	0.008	0.008
Si	4.18	12.322	5.539	-0.003	-0.009	0.007
Si	6.887	15	5.591	-0.007	-0.003	-0.003
Si	9.593	1.405	5.611	0.006	0.013	-0.007
Si	6.91	4.153	5.595	-0.01	0.006	0.01
Si	9.598	6.858	5.635	0	0	0.006
Si	6.893	9.608	5.58	-0.007	0.001	0.004
Si	9.604	12.293	5.599	-0.008	0.005	-0.005
Si	12.314	15.008	5.665	-0.001	0.007	-0.004
Si	14.978	1.352	5.692	0.015	0.01	0.004
Si	12.287	4.119	5.699	0.001	0.012	0.003
Si	14.99	6.801	5.739	0.007	0.007	0.011
Si	12.286	9.568	5.656	-0.004	0.004	-0.004
Si	14.995	12.245	5.705	0.014	0.011	0.001
Si	17.672	14.988	5.732	-0.013	-0.001	0.01
Si	20.372	1.358	5.698	0.011	-0.012	-0.001
Si	17.665	4.122	5.735	-0.011	0.012	0.009
Si	20.352	6.805	5.72	0.001	-0.013	0.002
Si	17.692	9.559	5.744	-0.01	-0.009	0.008
Si	20.39	12.229	5.679	0.004	-0.015	0.001
Si	23.1	14.969	5.641	0.001	-0.015	0.006
Si	25.788	1.338	5.541	0.018	-0.013	-0.011
Si	23.049	4.113	5.664	0.002	0.001	0.008
Si	25.766	6.801	5.595	0.002	-0.001	0.003
Si	23.047	9.561	5.666	-0.006	-0.001	0
Si	25.76	12.282	5.567	0.001	-0.009	0.001
Si	28.483	15.004	5.493	-0.01	0	0
Si	31.22	1.322	5.406	0.004	-0.002	-0.01
Si	28.491	4.031	5.539	-0.005	0.005	-0.001
Si	31.255	6.745	5.489	0.006	-0.008	-0.002
Si	28.469	9.549	5.515	-0.032	0	0
Si	31.202	12.255	5.405	0.002	-0.023	0
Si	33.927	14.912	5.308	0.002	-0.016	-0.005
Si	36.633	1.282	5.352	0.017	-0.002	0
Si	33.894	4.031	5.379	-0.006	0.014	0.007
Si	36.634	6.745	5.371	0.005	-0.007	-0.003
Si	33.937	9.475	5.469	0.003	-0.009	0.012
Si	36.666	12.186	5.354	-0.011	-0.004	-0.007
Si	39.391	14.864	5.326	0	-0.015	-0.003
Si	42.103	1.287	5.331	0.01	0.005	0.004
Si	39.339	3.992	5.377	0.027	0.021	0.008
Si	42.157	6.722	5.425	0.017	0.003	0.018
Si	39.37	9.485	5.385	-0.004	0.024	-0.002
Si	42.104	12.213	5.333	-0.015	0.023	0.004
Si	44.829	14.9	5.322	0.01	-0.002	0.012
Si	47.559	1.311	5.304	-0.007	0.009	0.005
Si	44.873	3.962	5.37	0.023	0.001	0.003
Si	47.611	6.729	5.408	-0.007	-0.008	0.023
Si	44.895	9.43	5.39	0.004	0	0.024
Si	47.598	12.201	5.299	-0.007	-0.005	0.006
Si	50.299	14.908	5.295	-0.002	0.004	-0.004
Si	53.051	1.315	5.311	0.004	-0.004	0.013
Si	50.336	4.012	5.333	0.007	0.001	0.013
Si	53.066	6.79	5.301	-0.006	0.004	0.014
Si	50.33	9.505	5.305	-0.003	-0.011	0.001
Si	53.03	12.222	5.302	-0.009	-0.005	0.012
Si	55.782	14.946	5.258	-0.007	-0.019	-0.003
Si	58.516	1.336	5.33	-0.004	-0.001	0.004
Si	55.813	4.087	5.312	-0.006	-0.006	0.01
Si	58.504	6.79	5.263	0.009	-0.004	-0.007
Si	55.79	9.492	5.261	0.004	-0.012	0.001
Si	58.507	12.251	5.27	0.012	0.014	0.007
Si	61.22	14.964	5.342	0.009	-0.003	0.012
Si	63.937	1.421	5.441	-0.008	0.016	0.009
Si	61.23	4.102	5.357	-0.003	0.005	0.005
Si	63.967	6.86	5.445	-0.021	0.005	0.011
Si	61.209	9.56	5.328	-0.004	0.008	0.006
Si	63.939	12.302	5.435	0.002	0.025	0.01
Si	2.795	16.361	6.896	0.004	-0.009	-0.002
Si	5.52	2.779	6.918	-0.003	-0.009	-0.004
Si	2.792	5.497	6.875	0.007	-0.005	0.001
Si	5.531	8.237	6.936	0.005	-0.004	-0.005
Si	2.789	10.947	6.864	0.004	0.002	-0.007
Si	5.517	13.65	6.939	0.004	0.002	-0.003
Si	8.224	16.371	6.961	-0.011	-0.003	-0.003
Si	10.923	2.747	7.022	0.005	-0.005	-0.001
Si	8.241	5.495	6.986	0.007	-0.007	-0.005
Si	10.939	8.206	7.016	-0.003	-0.008	-0.004
Si	8.242	10.94	6.965	-0.006	-0.003	-0.005
Si	10.94	13.639	6.996	0.006	-0.005	-0.006
Si	13.632	16.346	7.072	0.007	-0.008	0
Si	16.319	2.732	7.064	-0.005	-0.011	-0.006
Si	13.629	5.459	7.086	0.004	-0.006	-0.002
Si	16.337	8.182	7.084	0.001	-0.004	-0.002
Si	13.626	10.905	7.052	-0.005	0	-0.004
Si	16.325	13.619	7.077	0	0.008	0.002
Si	19.039	16.333	7.082	0.008	-0.001	-0.002
Si	21.722	2.739	7.037	-0.006	0.007	-0.006
Si	19.017	5.463	7.1	-0.001	0.01	0.001
Si	21.723	8.185	7.043	-0.008	0	-0.006
Si	19.056	10.903	7.09	0.002	0.003	-0.008
Si	21.743	13.614	7.016	0.004	0.005	-0.008
Si	24.465	16.328	6.973	0.003	-0.003	-0.005
Si	27.147	2.688	6.916	0.011	0.003	0.001
Si	24.434	5.458	6.996	0.005	0.003	-0.004
Si	27.14	8.183	6.912	0.006	0.009	0
Si	24.44	10.918	6.978	0.002	0.011	0.002
Si	27.151	13.632	6.892	-0.01	0.011	0
Si	29.87	16.332	6.836	0.005	0.006	-0.002
Si	32.564	2.688	6.779	-0.013	0.003	-0.002
Si	29.868	5.414	6.857	0.007	0.002	-0.002
Si	32.591	8.122	6.84	0.005	0.004	0.003
Si	29.865	10.904	6.83	-0.008	0.013	-0.004
Si	32.59	13.59	6.752	0	0.011	-0.006
Si	35.276	16.256	6.718	0.004	0.011	-0.002
Si	37.996	2.636	6.735	-0.012	-0.003	-0.005
Si	35.285	5.383	6.74	-0.007	-0.003	-0.004
Si	38.019	8.102	6.727	-0.002	-0.002	-0.005
Si	35.33	10.846	6.765	0.002	-0.003	0.006
Si	38.033	13.539	6.717	0.002	-0.004	0.006
Si	40.755	16.237	6.691	-0.004	-0.001	-0.004
Si	43.482	2.628	6.709	-0.004	0.01	-0.006
Si	40.747	5.353	6.719	-0.005	0.002	-0.006
Si	43.516	8.098	6.755	0.004	-0.011	0.003
Si	40.75	10.858	6.713	-0.013	0.012	-0.002
Si	43.477	13.556	6.7	0.001	0.001	-0.002
Si	46.212	16.263	6.671	-0.004	-0.011	-0.002
Si	48.94	2.663	6.673	-0.004	0.007	-0.011
Si	46.218	5.363	6.72	-0.005	0.014	0.003
Si	48.992	8.126	6.692	-0.002	0	-0.002
Si	46.253	10.838	6.69	0.002	-0.017	-0.003
Si	48.951	13.555	6.671	0.01	-0.003	-0.002
Si	51.668	16.277	6.653	-0.003	-0.004	-0.006
Si	54.416	2.707	6.644	0.001	0.01	-0.006
Si	51.696	5.412	6.657	-0.007	0.003	-0.001
Si	54.425	8.15	6.653	0.003	0.003	-0.002
Si	51.675	10.865	6.67	-0.001	0.014	0.004
Si	54.415	13.587	6.632	0.002	-0.001	-0.001
Si	57.123	16.3	6.657	0.01	-0.002	-0.007
Si	59.864	2.718	6.693	0.002	-0.001	0.001
Si	57.157	5.447	6.67	0	-0.004	-0.007
Si	59.842	8.167	6.656	0.005	-0.005	-0.005
Si	57.137	10.872	6.625	-0.002	0.001	-0.006
Si	59.846	13.597	6.679	0	-0.006	-0.008
Si	62.577	16.324	6.736	0.001	-0.006	-0.009
Si	65.301	2.754	6.835	-0.006	0.006	-0.01
Si	62.575	5.47	6.743	0.012	-0.001	-0.006
Si	0.055	8.207	6.812	0.008	-0.017	-0.002
Si	62.571	10.895	6.735	0.001	-0.002	-0.011
Si	65.312	13.643	6.815	-0.007	-0.003	-0.003
Si	1.387	1.395	8.2	-0.009	-0.007	-0.002
Si	4.131	4.127	8.25	-0.004	-0.002	-0.004
Si	1.402	6.85	8.193	0.001	0.011	0.006
Si	4.129	9.583	8.252	-0.008	0	0
Si	1.389	12.287	8.193	-0.002	0.006	-0.006
Si	4.138	15.005	8.271	0.001	0.012	-0.002
Si	6.853	1.414	8.302	-0.002	0.011	-0.004
Si	9.57	4.125	8.366	-0.006	0.006	-0.004
Si	6.861	6.857	8.313	-0.003	0	-0.002
Si	9.57	9.569	8.352	0.006	0.005	-0.009
Si	6.862	12.287	8.307	-0.009	0.001	-0.003
Si	9.569	15.007	8.337	0.002	0.002	-0.009
Si	12.273	1.4	8.405	-0.003	0	-0.004
Si	14.98	4.095	8.439	0	0.001	-0.005
Si	12.273	6.846	8.407	0	0.001	-0.004
Si	14.974	9.549	8.426	0.001	-0.005	-0.007
Si	12.275	12.283	8.39	-0.003	-0.002	-0.005
Si	14.979	14.983	8.436	-0.004	-0.013	0
Si	17.686	1.385	8.431	0	-0.003	-0.008
Si	20.386	4.089	8.425	0.002	-0.002	-0.003
Si	17.682	6.831	8.457	-0.001	0.003	0.002
Si	20.395	9.532	8.437	-0.001	-0.007	0.005
Si	17.696	12.274	8.435	0.002	0.006	-0.007
Si	20.404	14.967	8.412	0.001	0.001	-0.004
Si	23.108	1.368	8.354	0.002	0.001	-0.007
Si	25.81	4.069	8.301	-0.003	0.002	-0.01
Si	23.098	6.82	8.376	-0.006	-0.003	-0.005
Si	25.801	9.534	8.308	0.003	-0.015	0.006
Si	23.1	12.258	8.373	-0.008	-0.001	-0.005
Si	25.819	14.961	8.314	0.024	0.009	0.002
Si	28.529	1.343	8.251	-0.001	-0.005	0
Si	31.232	4.041	8.188	-0.003	-0.01	-0.009
Si	28.523	6.798	8.229	0.002	-0.002	-0.006
Si	31.225	9.511	8.177	0.003	-0.013	-0.006
Si	28.516	12.247	8.228	-0.004	-0.017	-0.008
Si	31.241	14.941	8.156	-0.009	-0.001	-0.013
Si	33.948	1.317	8.11	-0.007	-0.006	-0.012
Si	36.659	4.023	8.095	0.001	0.003	0.001
Si	33.969	6.75	8.152	-0.001	0.009	-0.003
Si	36.694	9.476	8.107	0.008	0.014	0.001
Si	33.957	12.219	8.112	0.011	-0.01	-0.015
Si	36.672	14.913	8.076	-0.004	-0.002	-0.006
Si	39.401	1.288	8.064	0.003	0.006	-0.006
Si	42.134	4.009	8.065	0.001	0	0.004
Si	39.404	6.745	8.07	0.002	-0.004	-0.002
Si	42.136	9.49	8.06	0.006	-0.008	-0.009
Si	39.405	12.204	8.091	0.012	0.003	0.004
Si	42.132	14.913	8.07	-0.003	-0.004	-0.001
Si	44.865	1.291	8.059	0	-0.001	-0.005
Si	47.602	4.024	8.058	0.002	0.011	0.003
Si	44.873	6.73	8.089	-0.008	-0.005	0.008
Si	47.611	9.478	8.045	-0.002	0.014	-0.002
Si	44.867	12.194	8.039	0.001	0.005	-0.004
Si	47.588	14.914	8.03	-0.004	0.003	0
Si	50.306	1.306	8.025	-0.009	-0.008	0.003
Si	53.045	4.048	8.017	-0.003	-0.003	0
Si	50.341	6.76	8.038	0.023	0.013	0.007
Si	53.046	9.5	8.011	-0.004	0	-0.001
Si	50.311	12.208	8.036	-0.005	-0.008	0.005
Si	53.043	14.931	8.005	0	0.002	-0.004
Si	55.764	1.347	8.013	0.003	0.002	-0.004
Si	58.495	4.08	8.041	0.005	0.01	0.004
Si	55.767	6.785	8.023	0.003	-0.001	-0.001
Si	58.475	9.518	8.018	-0.005	-0.006	-0.009
Si	55.762	12.218	7.994	-0.001	0.003	0.003
Si	58.472	14.946	8.031	-0.007	-0.008	0.003
Si	61.207	1.364	8.075	0.002	0.003	0.002
Si	63.925	4.125	8.139	0.004	-0.004	0.002
Si	61.19	6.828	8.064	-0.002	-0.003	0.002
Si	63.93	9.553	8.128	-0.01	0.004	-0.003
Si	61.197	12.252	8.072	0.005	0.007	0.002
Si	63.933	14.995	8.139	0.006	0.005	0.006
Si	65.295	16.339	9.52	-0.002	0.002	0.001
Si	2.747	2.751	9.57	-0.001	-0.001	-0.002
Si	65.296	5.468	9.505	0	0	-0.003
Si	2.753	8.199	9.571	0.004	-0.008	0
Si	65.289	10.903	9.508	0.005	-0.009	-0.006
Si	2.747	13.632	9.58	0.001	0.001	0
Si	5.482	16.365	9.64	-0.003	-0.009	0.003
Si	8.193	2.761	9.695	0.002	-0.01	0.002
Si	5.482	5.476	9.631	-0.009	-0.004	-0.002
Si	8.207	8.203	9.697	0.004	-0.004	-0.002
Si	5.484	10.922	9.635	0.009	0	-0.003
Si	8.205	13.644	9.684	-0.006	-0.005	-0.002
Si	10.906	16.353	9.736	-0.001	-0.001	0
Si	13.62	2.747	9.791	0.005	0.002	0.001
Si	10.914	5.479	9.748	0.004	-0.003	0.003
Si	13.625	8.192	9.786	-0.003	-0.001	0.002
Si	10.918	10.916	9.735	-0.002	0.002	0.001
Si	13.619	13.626	9.781	-0.002	0.009	0.004
Si	16.34	16.343	9.795	-0.006	0.005	-0.001
Si	19.042	2.738	9.799	-0.004	0.003	-0.002
Si	16.332	5.461	9.804	0.003	0.001	0.001
Si	19.045	8.184	9.806	-0.005	-0.002	0
Si	16.333	10.911	9.785	0.003	-0.003	-0.004
Si	19.051	13.629	9.797	0.005	-0.003	-0.001
Si	21.763	16.341	9.751	-0.001	-0.009	-0.002
Si	24.466	2.732	9.7	0.008	0.002	0
Si	21.755	5.459	9.755	-0.007	0.002	0.003
Si	24.465	8.185	9.71	-0.002	0.014	0.004
Si	21.762	10.905	9.766	0	-0.003	0.001
Si	24.466	13.62	9.708	-0.005	-0.001	-0.006
Si	27.186	16.32	9.646	0.003	-0.006	0.007
Si	29.887	2.71	9.587	-0.007	0.017	0.002
Si	27.176	5.45	9.627	0.013	-0.003	0.001
Si	29.885	8.159	9.577	-0.013	0.01	0.002
Si	27.178	10.897	9.637	0.005	0.013	0.008
Si	29.893	13.604	9.562	0.003	0.007	0.002
Si	32.604	16.299	9.51	-0.002	0.011	0
Si	35.314	2.672	9.474	-0.005	0.005	0.002
Si	32.606	5.406	9.525	-0.001	-0.004	-0.004
Si	35.341	8.126	9.479	0.007	-0.014	-0.002
Si	32.612	10.87	9.507	0.002	0.011	-0.001
Si	35.33	13.566	9.469	-0.006	-0.003	0.004
Si	38.045	16.267	9.441	0.002	-0.002	0.003
Si	40.775	2.654	9.42	0.009	0	-0.001
Si	38.047	5.388	9.434	-0.004	0.003	0.003
Si	40.782	8.116	9.414	-0.006	0.009	0.002
Si	38.066	10.833	9.453	0.005	-0.009	0.004
Si	40.783	13.558	9.438	-0.006	0.007	0.01
Si	43.509	16.265	9.426	0.002	-0.003	0.003
Si	46.231	2.666	9.409	-0.008	-0.002	-0.001
Si	43.497	5.376	9.429	-0.002	0.016	0.004
Si	46.246	8.117	9.408	-0.003	-0.011	-0.005
Si	43.513	10.841	9.415	-0.008	0.005	0.001
Si	46.233	13.555	9.396	0.002	0.007	0.003
Si	48.949	16.274	9.396	0.003	-0.003	0.002
Si	51.67	2.685	9.372	-0.004	0.01	-0.002
Si	48.964	5.403	9.397	-0.01	0.001	-0.002
Si	51.69	8.135	9.382	0.002	-0.012	0.003
Si	48.957	10.845	9.402	-0.002	-0.01	0.003
Si	51.679	13.578	9.374	0.003	-0.001	0.001
Si	54.389	16.306	9.366	0	0.002	-0.008
Si	57.116	2.713	9.379	0.005	0.007	-0.003
Si	54.398	5.416	9.377	0.001	0.004	0.006
Si	57.111	8.157	9.383	-0.003	0.007	0.003
Si	54.393	10.868	9.366	-0.002	-0.005	-0.004
Si	57.105	13.578	9.373	0.004	0	-0.005
Si	59.825	16.312	9.399	-0.003	-0.002	-0.005
Si	62.56	2.728	9.449	0.008	-0.001	-0.005
Si	59.836	5.447	9.413	0.005	-0.001	0.001
Si	62.552	8.172	9.449	0.008	-0.009	0
Si	59.826	10.873	9.404	0.005	-0.002	-0.002
Si	62.555	13.606	9.451	0.001	-0.004	-0.002
Si	1.368	14.992	10.906	-0.007	0.001	0.003
Si	4.091	1.4	10.963	-0.004	0.007	-0.001
Si	1.361	4.11	10.889	-0.006	0.009	0.002
Si	4.096	6.831	10.951	0.005	0.002	0.001
Si	1.361	9.548	10.892	0	-0.005	0.004
Si	4.101	12.279	10.96	-0.001	-0.004	-0.001
Si	6.829	15.007	11.017	0	0.011	-0.002
Si	9.539	1.404	11.073	-0.005	0.005	-0.003
Si	6.818	4.122	11.03	-0.001	0.003	0
Si	9.546	6.845	11.087	-0.005	0	0
Si	6.824	9.563	11.021	-0.011	0.001	0.002
Si	9.547	12.282	11.066	0.004	-0.001	-0.002
Si	12.253	14.999	11.115	0	0.005	-0.002
Si	14.984	1.389	11.149	0	-0.013	-0.002
Si	12.263	4.125	11.128	-0.002	0.004	0.003
Si	14.978	6.832	11.155	-0.001	-0.007	0.002
Si	12.261	9.562	11.124	0.004	0.007	-0.003
Si	14.98	12.274	11.149	-0.006	-0.003	-0.008
Si	17.7	14.992	11.166	0.006	0.001	-0.003
Si	20.413	1.374	11.141	0.002	-0.003	-0.003
Si	17.699	4.108	11.165	0.002	-0.003	0.002
Si	20.412	6.813	11.139	-0.005	0.003	-0.003
Si	17.687	9.554	11.152	-0.002	0	-0.005
Si	20.41	12.262	11.143	-0.004	-0.006	-0.001
Si	23.122	14.974	11.098	0.008	0.003	0
Si	25.833	1.357	11.028	0.017	-0.008	-0.003
Si	23.122	4.089	11.092	-0.008	0.005	-0.007
Si	25.834	6.803	11.033	-0.006	-0.005	-0.003
Si	23.126	9.537	11.107	-0.005	-0.004	0.002
Si	25.828	12.242	11.04	0.001	-0.004	0.004
Si	28.55	14.945	10.973	0.002	0.003	-0.002
Si	31.258	1.332	10.906	-0.01	-0.003	-0.004
Si	28.541	4.077	10.962	0.002	0.001	-0.003
Si	31.26	6.774	10.902	0.015	-0.011	-0.004
Si	28.539	9.513	10.972	0.007	-0.011	0.004
Si	31.264	12.229	10.892	-0.012	-0.014	-0.015
Si	33.983	14.933	10.845	-0.004	0.005	-0.007
Si	36.701	1.319	10.815	-0.001	0.009	0.003
Si	33.976	4.038	10.86	-0.006	0.003	-0.005
Si	36.715	6.762	10.812	0	0.012	0.001
Si	33.99	9.497	10.841	0.004	-0.004	-0.006
Si	36.709	12.197	10.809	0.012	-0.007	-0.001
Si	39.429	14.922	10.798	0.004	-0.003	0.001
Si	42.157	1.316	10.781	0.002	-0.003	0.002
Si	39.434	4.037	10.778	0.006	-0.009	-0.002
Si	42.152	6.765	10.777	0	-0.007	0.002
Si	39.447	9.478	10.795	0.003	0	0.005
Si	42.163	12.203	10.786	0.002	0.013	0.005
Si	44.886	14.912	10.772	-0.005	-0.003	-0.003
Si	47.598	1.315	10.768	-0.001	0	0.003
Si	44.876	4.028	10.778	0.001	0.005	0.003
Si	47.604	6.762	10.764	0	0.012	0.002
Si	44.886	9.482	10.768	0.001	-0.01	-0.003
Si	47.598	12.203	10.763	-0.007	0	0
Si	50.321	14.923	10.751	0	-0.004	0.002
Si	53.028	1.332	10.74	0.001	-0.002	0.004
Si	50.315	4.037	10.75	0.005	0.009	0.007
Si	53.033	6.771	10.741	-0.003	0.01	0.004
Si	50.314	9.478	10.747	0.003	0.01	0.004
Si	53.026	12.214	10.733	0	0.005	0.002
Si	55.737	14.937	10.724	0.004	-0.007	0.001
Si	58.463	1.353	10.746	-0.001	0	0.001
Si	55.745	4.055	10.745	0.005	-0.011	0.001
Si	58.455	6.796	10.758	-0.001	0.002	-0.001
Si	55.733	9.505	10.735	-0.004	0.001	0.002
Si	58.451	12.226	10.751	-0.008	0	0.005
Si	61.173	14.962	10.78	0.003	0.006	0.002
Si	63.914	1.384	10.834	0.005	0.001	0.003
Si	61.187	4.086	10.783	0.001	0.001	0.002
Si	63.909	6.818	10.827	0.004	0.001	0
Si	61.174	9.523	10.792	-0.002	0.002	0.001
Si	63.906	12.258	10.838	-0.001	0.012	0.002
Si	2.717	16.346	12.294	0.005	-0.006	0.001
Si	5.438	2.747	12.354	-0.01	-0.005	-0.003
Si	2.715	5.456	12.271	0	-0.005	-0.006
Si	5.451	8.174	12.331	-0.005	-0.008	-0.004
Si	2.725	10.892	12.268	0	0.006	0.002
Si	5.45	13.637	12.34	0.013	0.005	-0.006
Si	8.17	16.356	12.407	0	-0.007	-0.005
Si	10.885	2.76	12.457	0.002	-0.008	-0.001
Si	8.173	5.472	12.415	0	0.004	0.002
Si	10.894	8.201	12.47	0.004	-0.004	0.003
Si	8.175	10.918	12.401	-0.001	0.002	-0.004
Si	10.89	13.632	12.454	-0.004	-0.005	0.001
Si	13.61	16.352	12.486	-0.002	-0.003	-0.004
Si	16.342	2.747	12.519	-0.006	0.004	-0.001
Si	13.615	5.478	12.509	0.002	0	0.002
Si	16.343	8.192	12.516	0.007	0.013	0
Si	13.62	10.912	12.5	0	-0.002	0
Si	16.335	13.632	12.521	-0.003	0.003	0.005
Si	19.064	16.347	12.53	0	0	0
Si	21.776	2.744	12.488	-0.004	0.001	0.002
Si	19.068	5.465	12.522	0.003	0.005	0.002
Si	21.774	8.178	12.48	-0.005	-0.004	-0.002
Si	19.047	10.91	12.509	-0.006	-0.006	-0.004
Si	21.776	13.624	12.489	-0.007	0.002	-0.003
Si	24.486	16.344	12.433	0.003	0.007	0.001
Si	27.202	2.725	12.354	-0.007	0.01	-0.004
Si	24.487	5.455	12.43	0.001	-0.005	0.004
Si	27.191	8.174	12.38	0.01	0.007	0.008
Si	24.489	10.899	12.453	-0.003	0.003	0.004
Si	27.188	13.617	12.371	0.014	0	0.003
Si	29.913	16.314	12.306	0.001	0.002	0.001
Si	32.62	2.697	12.245	-0.007	-0.006	0.002
Si	29.907	5.434	12.303	-0.014	-0.004	-0.001
Si	32.648	8.14	12.218	-0.009	0.003	0.003
Si	29.92	10.886	12.288	0.015	0.02	0.002
Si	32.633	13.588	12.233	0.006	0.005	0.004
Si	35.353	16.285	12.197	-0.003	-0.001	0.006
Si	38.087	2.685	12.148	0.01	0.019	0.001
Si	35.36	5.411	12.181	-0.002	-0.003	-0.003
Si	38.092	8.121	12.156	0.001	-0.01	-0.004
Si	35.368	10.844	12.192	-0.004	0.003	-0.001
Si	38.086	13.55	12.156	-0.01	-0.002	-0.001
Si	40.811	16.279	12.147	-0.001	0.008	0.004
Si	43.516	2.679	12.144	-0.004	-0.006	0.005
Si	40.796	5.407	12.137	0.002	0.015	-0.004
Si	43.527	8.125	12.132	0	0.002	-0.002
Si	40.815	10.84	12.152	0.007	-0.012	0.007
Si	43.54	13.556	12.141	0.002	0.004	-0.002
Si	46.245	16.276	12.131	-0.008	-0.009	0.004
Si	48.958	2.682	12.125	-0.011	0	0.007
Si	46.242	5.404	12.123	-0.005	0.007	-0.005
Si	48.955	8.127	12.124	-0.004	-0.011	0.003
Si	46.248	10.841	12.132	-0.003	0.004	0.004
Si	48.967	13.561	12.117	0.004	0.002	-0.001
Si	51.675	16.291	12.11	-0.001	0.004	0
Si	54.379	2.696	12.107	0.002	0.007	0.002
Si	51.665	5.414	12.1	0.008	0	0.002
Si	54.373	8.143	12.101	0.006	0.001	0.002
Si	51.661	10.853	12.092	-0.005	-0.016	0
Si	54.375	13.582	12.091	0	0.007	-0.007
Si	57.088	16.306	12.079	-0.003	0	-0.005
Si	59.816	2.714	12.113	0.009	0.005	-0.001
Si	57.09	5.425	12.106	-0.002	0.006	0.006
Si	59.801	8.151	12.133	0.001	-0.008	-0.001
Si	57.074	10.869	12.099	-0.001	-0.01	-0.002
Si	59.801	13.592	12.117	-0.002	-0.005	-0.004
Si	62.529	16.327	12.14	0	-0.004	-0.012
Si	65.271	2.731	12.215	-0.004	-0.006	0
Si	62.548	5.432	12.155	0.011	0	-0.005
Si	65.264	8.162	12.207	-0.002	-0.004	-0.004
Si	62.529	10.88	12.164	0.008	-0.003	0.002
Si	65.265	13.611	12.213	0.006	0	-0.001
Si	1.332	1.389	13.617	-0.008	0.013	0.005
Si	4.047	4.106	13.673	-0.006	0.015	0.004
Si	1.328	6.805	13.595	-0.003	0.004	0.006
Si	4.061	9.52	13.65	0.016	-0.005	0.005
Si	1.348	12.258	13.583	-0.001	-0.004	0.009
Si	4.078	14.998	13.676	-0.004	-0.002	0.002
Si	6.791	1.396	13.739	0.002	0.001	0.005
Si	9.522	4.123	13.807	0.001	-0.007	0.002
Si	6.792	6.837	13.737	-0.003	-0.004	0.004
Si	9.513	9.569	13.799	-0.009	0.013	0.006
Si	6.8	12.286	13.723	-0.013	0.007	0.001
Si	9.516	14.998	13.786	-0.002	0.008	0.007
Si	12.244	1.404	13.821	0.004	0.002	-0.007
Si	14.979	4.115	13.867	0.007	-0.007	0.004
Si	12.249	6.849	13.853	-0.001	0.005	0.009
Si	14.982	9.557	13.871	-0.003	-0.005	-0.002
Si	12.245	12.281	13.833	0.011	0.005	0
Si	14.96	15.001	13.863	-0.015	0.013	0
Si	17.708	1.4	13.892	0.004	-0.004	0.007
Si	20.438	4.107	13.879	-0.007	0.003	0
Si	17.716	6.841	13.877	0.001	-0.006	-0.001
Si	20.415	9.539	13.844	-0.012	0	-0.008
Si	17.696	12.268	13.885	0.005	-0.005	0.005
Si	20.433	14.978	13.881	0.01	-0.014	0.004
Si	23.144	1.377	13.832	0.003	-0.002	-0.003
Si	25.853	4.063	13.748	0.018	-0.014	-0.006
Si	23.138	6.81	13.824	-0.011	0.003	0.001
Si	25.847	9.52	13.798	0	-0.005	0.006
Si	23.141	12.262	13.84	0.004	-0.004	0
Si	25.85	14.983	13.775	-0.012	0.003	0.007
Si	28.563	1.354	13.692	0.001	-0.007	-0.009
Si	31.264	4.046	13.635	0	0.012	0.006
Si	28.565	6.791	13.697	0.006	-0.001	0.007
Si	31.311	9.507	13.591	0.001	-0.015	-0.002
Si	28.556	12.229	13.679	0.011	-0.014	-0.004
Si	31.284	14.94	13.627	-0.013	0.006	-0.003
Si	33.998	1.331	13.567	-0.011	0.008	0.004
Si	36.752	4.065	13.512	-0.002	-0.005	-0.001
Si	34.021	6.775	13.558	0.013	-0.008	0.002
Si	36.751	9.477	13.53	0.008	-0.008	0.002
Si	34.021	12.219	13.55	-0.005	-0.005	-0.004
Si	36.738	14.909	13.52	0.004	0.002	0.001
Si	39.465	1.336	13.499	0.005	-0.009	0
Si	42.169	4.066	13.497	0	0.008	0.005
Si	39.456	6.772	13.514	-0.003	0.003	0.007
Si	42.193	9.494	13.511	0.005	-0.005	0.012
Si	39.458	12.2	13.516	0.001	0.014	0.003
Si	42.191	14.923	13.497	0.009	-0.007	-0.002
Si	44.887	1.318	13.493	-0.002	0.004	0.009
Si	47.601	4.053	13.486	-0.007	0.011	0.003
Si	44.893	6.771	13.49	-0.001	-0.006	0.002
Si	47.61	9.49	13.501	-0.004	0.005	0.011
Si	44.903	12.201	13.506	-0.011	0.002	0.002
Si	47.622	14.924	13.483	0.007	0	0.002
Si	50.324	1.323	13.485	0.003	-0.005	0.009
Si	53.016	4.061	13.464	-0.005	0.01	0.004
Si	50.305	6.76	13.478	0.001	0	0.005
Si	52.999	9.498	13.457	-0.005	0.012	0.001
Si	50.315	12.192	13.483	0.001	-0.003	0.005
Si	53.026	14.924	13.472	0.017	-0.008	0.006
Si	55.728	1.316	13.458	0.008	-0.009	0.002
Si	58.445	4.058	13.461	0.004	-0.007	0.002
Si	55.713	6.773	13.46	-0.002	0.005	0.004
Si	58.407	9.506	13.466	-0.007	0.015	0.003
Si	55.711	12.222	13.462	-0.007	0.005	0.004
Si	58.429	14.958	13.452	-0.009	0.007	0
Si	61.17	1.363	13.485	0.009	-0.006	-0.001
Si	63.891	4.08	13.547	0.003	0.006	0.008
Si	61.162	6.777	13.482	0.003	0.001	-0.003
Si	63.883	9.514	13.531	0.006	-0.003	0.003
Si	61.146	12.239	13.495	-0.001	0.006	0.009
Si	63.875	14.982	13.518	-0.009	0.008	-0.003
Si	65.203	16.338	14.909	-0.008	-0.012	0.001
Si	2.678	2.737	15.018	0.006	-0.008	0.009
Si	65.252	5.417	14.927	0	-0.006	0.011
Si	2.68	8.146	14.979	0.007	-0.007	0.006
Si	65.26	10.861	14.883	0.01	0.006	0.001
Si	2.691	13.613	14.971	0.008	-0.004	0.002
Si	5.425	16.346	15.081	0.003	0.001	-0.001
Si	8.138	2.747	15.127	-0.003	-0.006	-0.005
Si	5.401	5.46	15.044	0.001	-0.01	-0.001
Si	8.138	8.193	15.128	-0.007	0.003	0.006
Si	5.425	10.878	15.003	-0.005	-0.004	-0.009
Si	8.135	13.644	15.127	-0.004	-0.008	0.004
Si	10.879	16.351	15.151	0.002	-0.005	0.001
Si	13.588	2.763	15.202	-0.002	-0.008	0.001
Si	10.874	5.485	15.193	0.009	-0.002	0
Si	13.616	8.206	15.226	0.002	-0.004	0.003
Si	10.864	10.934	15.177	-0.002	-0.005	-0.001
Si	13.595	13.635	15.214	-0.006	-0.003	0.004
Si	16.312	16.369	15.228	-0.008	-0.013	-0.002
Si	19.08	2.763	15.258	0.004	0.006	0.004
Si	16.35	5.478	15.221	-0.003	0.004	0.002
Si	19.088	8.192	15.245	0.002	0.006	0.008
Si	16.337	10.908	15.253	-0.004	0	0.006
Si	19.067	13.618	15.248	-0.002	0.01	0.001
Si	21.807	16.345	15.229	-0.002	0.002	0.002
Si	24.521	2.734	15.176	-0.005	0.02	0.004
Si	21.813	5.463	15.24	-0.001	-0.012	-0.004
Si	24.489	8.161	15.19	-0.002	0	0.006
Si	21.772	10.893	15.195	0.004	0.006	0.002
Si	24.505	13.644	15.179	0.005	0.003	0.006
Si	27.207	16.368	15.111	0.011	0.013	-0.003
Si	29.926	2.692	15.05	-0.015	-0.003	-0.004
Si	27.217	5.419	15.08	-0.017	-0.007	0
Si	29.953	8.187	14.983	0.007	0.002	0.005
Si	27.226	10.907	15.113	0.005	0.017	0.008
Si	29.912	13.603	15.002	-0.008	0.002	0.002
Si	32.653	16.303	14.963	0.017	0.009	0.011
Si	35.405	2.7	14.855	0.002	0.014	-0.006
Si	32.651	5.432	14.92	-0.014	0.004	0
Si	35.42	8.11	14.907	-0.003	-0.009	0.005
Si	32.7	10.852	14.924	0.007	0.007	0.005
Si	35.392	13.562	14.905	0.002	0.003	0.007
Si	38.132	16.261	14.84	0.001	0.01	-0.001
Si	40.806	2.721	14.859	-0.004	0.001	0.004
Si	38.098	5.431	14.89	-0.001	0.001	0.01
Si	40.822	8.139	14.86	0.005	-0.002	-0.004
Si	38.108	10.842	14.889	-0.008	-0.017	0.008
Si	40.853	13.551	14.853	-0.007	0	0.007
Si	43.542	16.284	14.87	-0.004	-0.009	0.014
Si	46.241	2.695	14.842	0.002	0	0.007
Si	43.534	5.425	14.861	-0.006	0.012	0.006
Si	46.248	8.13	14.859	0.003	-0.002	-0.001
Si	43.558	10.849	14.887	0.006	-0.002	0.01
Si	46.29	13.553	14.85	-0.011	-0.005	0.003
Si	48.978	16.275	14.855	-0.002	-0.005	0.007
Si	51.675	2.702	14.837	0.009	0.003	0.005
Si	48.96	5.405	14.861	-0.003	0.01	0.013
Si	51.644	8.142	14.828	0.004	0.006	0.011
Si	48.973	10.841	14.88	0	-0.004	0
Si	51.68	13.548	14.833	-0.006	0.003	-0.003
Si	54.383	16.275	14.842	-0.001	-0.006	0.005
Si	57.081	2.687	14.8	-0.004	-0.003	0.001
Si	54.346	5.433	14.836	-0.001	0.004	0.001
Si	57.048	8.136	14.823	-0.004	-0.007	0.004
Si	54.333	10.87	14.817	0.003	-0.012	0.005
Si	57.055	13.609	14.804	0.007	-0.002	0.01
Si	59.786	16.321	14.802	0.002	0.002	-0.007
Si	62.519	2.706	14.875	0.004	-0.011	0.01
Si	59.811	5.398	14.827	0.006	0.001	0.008
Si	62.505	8.13	14.849	0.011	-0.012	0.006
Si	59.748	10.877	14.818	-0.004	-0.007	-0.003
Si	62.506	13.613	14.842	0.008	0.004	-0.001
O	1.164	15.357	23.071	-0.415	0.063	0.552
O	3.54	13.195	27.859	-0.14	-0.274	0.432
O	3.551	16.292	22.762	0.031	-0.186	-0.004
O	4.102	2.622	24.057	-0.128	-0.261	-0.226
O	12.43	2.609	30.918	0.348	-0.276	-0.384
O	2.614	5.485	22.162	0.129	-0.016	0.395
O	3.924	7.495	23.191	0.575	0.284	0.051
O	7.761	16.027	25.27	0.399	-0.311	0.503
O	64.981	8.133	22.058	-0.097	0.057	0.222
O	4.656	4.218	25.871	0.228	0.085	-0.644
O	5.225	13.532	22.094	0.201	-0.163	0.494
O	6.5	15.528	23.1	-0.053	0.245	-0.018
O	9.004	1.268	23.476	0.028	-0.307	0.026
O	10.794	2.858	22.409	0.126	0.074	0.256
O	6.4	5.851	26.914	0.529	-0.452	-0.379
O	8.088	5.594	22.293	0.145	0.123	0.37
O	9.807	7.385	23.121	-0.3	0.132	0.22
O	11.741	9.191	23.251	0.029	0.333	0.397
O	6.65	9.018	23.264	-0.061	-0.212	0.137
O	8.037	10.913	22.249	-0.009	-0.092	0.355
O	9.497	12.678	23.458	0.289	0.53	-0.036
O	10.997	16.85	30.39	0.353	-0.215	-0.18
O	12.93	12.758	24.415	-0.434	-0.611	-0.138
O	13.653	16.489	22.43	0.064	-0.017	0.488
O	15.361	2.045	23.311	-0.279	0.278	0.242
O	17.39	1.105	24.694	0.142	-0.034	0.092
O	12.6	4.667	23.05	0.011	-0.084	0.221
O	17.194	15.067	23.353	-0.497	-0.177	0.138
O	14.479	6.498	23.339	0.233	-0.066	0.663
O	14.563	10.229	27.688	-0.033	0.402	0.225
O	13.527	10.87	22.247	-0.057	0.126	0.327
O	19.084	16.357	22.227	0.103	-0.119	0.054
O	22.331	3.712	23.475	-0.265	0.071	0.038
O	19.176	5.409	22.528	0.042	-0.007	0.581
O	21.537	8.44	25.548	0.259	-0.249	0.548
O	16.277	8.277	22.536	0.162	-0.125	0.6
O	17.869	10.259	23.389	-0.071	-0.116	0.182
O	20.089	11.646	23.167	0.105	-0.043	0.281
O	21.733	13.563	22.391	-0.119	-0.05	0.294
O	26.88	2.666	23.282	-0.346	0.512	-0.141
O	33.446	8.129	27.627	0.486	0.037	-0.567
O	29.312	3.233	22.924	0.308	0.056	0.091
O	24.442	5.094	22.986	0.311	0.105	-0.103
O	31.007	16.693	24.738	0.128	-0.215	0.452
O	25.461	5.362	25.484	0.057	0.062	0.014
O	23.487	6.937	24.595	-0.18	0.165	0.443
O	24.629	10.847	22.351	0.023	0.086	0.518
O	27.727	8.55	22.335	-0.097	-0.022	0.418
O	33.417	4.057	23.053	-0.087	-0.242	0.07
O	30.167	5.429	22.025	-0.263	0.086	0.287
O	31.324	7.381	23.084	-0.005	0.473	0.099
O	37.182	6.164	28.159	-0.012	-0.05	-0.413
O	31.642	12.343	23.305	-0.262	0.132	0.341
O	31.818	5.387	24.745	-0.402	-0.282	0.411
O	35.316	15.994	22.082	-0.073	-0.073	0.557
O	33.65	13.838	22.578	-0.259	-0.029	-0.159
O	38.266	3.452	22.8	-0.35	-0.087	0.224
O	39.054	17.025	27.235	0.152	0.014	0.35
O	33.626	9.152	22.88	-0.455	-0.188	0.126
O	35.451	10.982	22.143	0.015	-0.225	0.06
O	37.828	15.05	24.736	-0.276	0.33	0.363
O	38.595	14.627	28.318	0.417	0.135	0.129
O	40.937	16.371	21.88	-0.018	0.148	0.114
O	42.425	1.908	22.89	-0.375	-0.167	0.586
O	40.136	5.215	22.265	0.362	0.132	-0.08
O	37.565	8.015	25.106	-0.251	0.133	0.804
O	38.766	9.016	23.066	-0.545	0.22	0.212
O	43.25	10.87	24.03	0.037	-0.012	0.028
O	41.716	12.657	22.954	-0.274	0.569	0.239
O	42.522	13.713	26.779	0.135	-0.078	0.333
O	47.07	12.845	28.184	-0.339	-0.026	-0.364
O	45.533	15.106	22.927	0.5	0.146	0.043
O	49.003	2.667	22.046	0.102	-0.038	0.238
O	44.326	3.739	22.845	0.03	0.495	0.082
O	46.14	5.308	21.91	0.119	-0.014	0.521
O	43.096	3.149	25.086	0.496	0.027	0.392
O	47.461	7.075	23.087	0.327	0.619	0.199
O	45.286	9.532	23.145	0.588	0.159	0.304
O	46.842	11.996	22.823	-0.101	-0.059	-0.036
O	52.186	6.169	27.675	-0.275	0.188	0.279
O	48.934	13.524	22.155	0.061	-0.104	0.291
O	54.576	12.954	25.354	0.287	0.054	0.033
O	61.6	13.295	28.5	-0.567	-0.341	0.049
O	51.028	3.995	22.974	0.28	-0.185	0.562
O	52.712	6.036	22.828	0.026	0.123	0.165
O	54.319	7.959	22.029	0.16	0.216	0.261
O	49.784	3.415	30.797	-0.446	-0.196	0.641
O	49.75	8.834	23.444	-0.646	0.12	0.195
O	52.595	12.514	23.152	0.033	0.562	0.5
O	57.727	8.739	29.768	0.088	0.11	-0.756
O	57.955	1.032	23.228	0.145	0.179	0.539
O	57.066	14.618	27.653	-0.142	-0.517	-0.186
O	52.859	1.069	22.931	-0.509	-0.378	0.029
O	53.982	15.344	24.143	0.291	-0.068	-0.3
O	64.138	7.524	25.626	0.111	-0.034	0.011
O	58.448	8.044	32.038	-0.218	0.247	0.082
O	59.162	12.876	22.717	-0.341	0.01	0.249
O	61.188	14.394	23.026	0.496	0.113	0.245
O	62.448	16.241	21.905	-0.178	-0.051	0.568
O	64.224	1.356	23.012	0.493	-0.123	0.184
O	59.684	2.706	22.21	-0.102	0.159	0.28
O	61.124	4.726	23.031	-0.271	0.06	0.229
O	58.423	12.739	31.831	-0.341	-0.45	-0.109
O	63.168	6.39	22.793	-0.356	0.264	0.444
O	29.079	2.398	27.824	-0.255	-0.558	-0.315
O	61.182	12.028	24.251	-0.084	0.073	0.381
O	63.338	11.653	22.827	-0.035	0.144	0.266
O	3.924	1.749	26.498	0.195	0.107	0.467
O	60.424	1.034	29.776	0.094	0.216	-0.579
O	2.563	16.279	25.193	-0.484	0.134	0.36
O	10.367	3.048	28.043	0.296	-0.119	0.143
O	63.282	12.769	30.41	-0.267	-0.572	-0.029
O	7.461	13.216	30.854	-0.392	0.121	-0.217
O	3.913	5.669	27.875	-0.553	-0.151	0.533
O	0.799	10.284	22.904	0.194	0.704	0.044
O	12.35	13.532	30.821	-0.441	-0.359	0.204
O	5.49	1.798	22.213	0.731	-0.164	-0.467
O	11.583	4.745	29.748	-0.436	0.201	0.179
O	11.846	14.915	23.407	-0.285	0.076	0.198
O	7.804	7.627	28.184	0.074	0.506	-0.171
O	60.299	8.519	30.185	0.428	-0.597	-0.055
O	10.311	8.582	25.404	-0.402	-0.035	0.126
O	11.271	14.848	28.767	0.381	-0.06	-0.422
O	26.502	10.599	27.309	-0.007	-0.199	0.514
O	42.179	2.392	31.695	0.719	-0.048	-0.114
O	38.374	6.217	32.889	0.04	-0.232	-0.505
O	14.629	13.198	32.187	-0.091	-0.178	-0.408
O	17.612	3.409	23.309	0.183	0.106	0.197
O	13.336	13.2	28.456	0.001	-0.403	-0.534
O	13.64	5.034	25.359	0.135	-0.402	0.014
O	61.423	10.491	31.591	0.299	0.264	-0.06
O	15.921	8.047	28.242	0.188	-0.298	0.228
O	11.173	6.46	33.151	-0.179	-0.061	-0.53
O	25.245	5.062	30.332	0.295	-0.046	0.106
O	3.066	13.967	24.167	0.402	0.102	-0.06
O	25.513	16.85	23.6	-0.041	-0.213	0.065
O	52.097	16.834	27.729	0.225	-0.184	-0.26
O	1.68	11.705	24.846	-0.231	0.469	0.606
O	23.482	1.7	27.957	-0.46	-0.063	-0.161
O	36.059	4.35	29.86	0.536	-0.195	0.039
O	25.359	15.119	28.318	-0.264	0.165	-0.203
O	21.174	2.075	29.031	0	0.489	0.178
O	23.467	4.781	32.201	0.03	0.182	-0.157
O	14.234	4.392	29.966	0.427	0.511	0.144
O	30.548	7.966	31.879	-0.053	-0.494	-0.43
O	21.407	15.505	25.453	-0.392	-0.226	-0.178
O	19.643	10.248	25.315	-0.262	-0.173	0.038
O	46.014	9.763	29.882	0.328	-0.007	0.357
O	22.915	15.668	23.284	0.352	0.351	-0.194
O	22.719	16.796	30.217	-0.589	0.03	-0.142
O	30.808	13.506	32.05	-0.491	-0.043	0.06
O	62.777	5.354	25.135	-0.212	0.065	0.294
O	33.701	15.924	31.798	-0.461	0.458	-0.128
O	30.21	16.517	21.777	0.012	0.082	-0.098
O	26.658	15.913	25.871	0.268	0.344	0.002
O	25.014	12.852	27.023	-0.323	0.31	-0.39
O	4.695	9.299	24.934	-0.237	0.352	0.383
O	60.313	2.704	26.412	-0.578	-0.146	-0.274
O	42.178	6.4	28.907	0.505	0.397	0.288
O	36.169	3.199	24.568	-0.429	-0.031	0.039
O	18.415	4.892	32.33	0.511	0.395	-0.302
O	33.064	10.052	29.263	-0.273	0.687	0.123
O	43.055	16.286	27.241	-0.418	0.316	0.039
O	64.033	13.819	27.457	0.164	-0.037	-0.435
O	14.985	2.163	32.019	-0.666	0.21	-0.247
O	62.228	0.992	27.246	-0.356	-0.188	0.282
O	20.749	13.559	29.784	0.108	0.104	-0.196
O	48.208	12.73	32.004	-0.152	-0.206	-0.422
O	29.835	17.005	29.698	0.402	-0.238	-0.258
O	35.345	11.33	26.926	-0.027	-0.315	0.334
O	18.443	12.211	29.937	-0.097	-0.248	-0.058
O	25.998	12.867	31.791	-0.04	0.49	-0.373
O	3.915	13.787	32.081	-0.147	-0.096	-0.507
O	6.542	17.111	32.378	0.062	0.382	0.042
O	42.138	6.414	23.185	0.625	-0.081	0.361
O	20.503	1.874	23.25	-0.461	0.189	0.35
O	58.137	6.49	27.44	-0.528	0.385	0.034
O	51.763	15.033	29.647	0.026	-0.515	-0.298
O	44.762	1.424	23.935	-0.105	-0.465	0.104
O	13.376	15.425	32.453	0.451	0.257	-0.199
O	12.376	8.26	30.829	-0.109	-0.495	-0.41
O	39.93	9.184	25.518	-0.079	0.674	-0.229
O	44.42	15.727	31.859	-0.429	0.27	-0.111
O	5.139	15.872	25.428	0.029	0.019	-0.074
O	39.857	8.908	32.456	-0.303	-0.412	-0.002
O	20.121	16.268	27.659	-0.213	-0.072	-0.107
O	29.122	15.231	25.883	0.356	0.052	0.452
O	33.906	9.792	31.784	0.346	0.048	-0.064
O	51.061	2.385	26.083	0.125	0.603	-0.137
O	61.597	10.405	28.89	0.381	0.125	-0.068
O	32.612	11.818	32.839	0.249	-0.06	-0.106
O	53.686	16.71	29.897	0.151	-0.138	0.043
O	44.134	9.078	25.631	-0.487	0.118	0.253
O	58.642	13.311	29.22	-0.238	-0.427	-0.383
O	40.229	14.172	25.502	0.113	0.078	-0.008
O	44.455	11.964	30.038	0.505	0.419	-0.605
O	41.226	11.784	25.373	-0.265	-0.417	0.422
O	43.7	13.677	21.848	0.295	-0.121	0.225
O	28.718	3.267	25.371	0.017	0.024	0.045
O	46.46	16.197	25.103	0.253	-0.056	0.737
O	35.46	14.455	32.885	-0.013	-0.037	-0.458
O	51.954	5.266	25.206	-0.076	-0.464	0.366
O	40.918	10.281	22.99	0.45	-0.001	0.174
O	49.403	5.979	29.808	0.233	0.216	-0.427
O	2.35	7.801	28.015	-0.359	0.345	-0.421
O	6.523	5.568	32.391	-0.472	0.486	0.18
O	18.626	16.137	32.293	0.397	-0.257	0.09
O	42.664	12.626	31.922	-0.071	-0.359	-0.048
O	29.746	14.47	29.865	-0.212	-0.205	-0.71
O	48.205	7.414	31.809	0.43	0.318	-0.26
O	46.535	1.473	28.076	-0.267	-0.464	-0.376
O	9.943	8.397	32.044	-0.62	0.081	-0.076
O	23.434	15.461	32.395	0.006	-0.635	0.122
O	50.564	13.061	30.873	0.111	-0.132	-0.082
O	47.558	15.416	28.12	0.528	-0.266	0.079
O	65.091	14.491	29.778	0.054	0.607	0.119
O	45.752	3.371	29.699	-0.135	0.007	-0.092
O	47.275	2.977	31.847	-0.097	-0.031	-0.2
O	63.044	9.135	32.96	-0.1	0.061	-0.41
O	58.613	1.61	31.596	0.12	-0.163	-0.025
O	55.755	6.71	24.449	-0.429	0.198	-0.547
O	60.492	16.549	25.485	-0.331	0.091	-0.388
O	36.721	8.279	32.077	-0.344	0.329	-0.18
O	56.124	3.135	27.572	-0.072	-0.086	-0.605
O	60.183	5.406	26.214	0.578	-0.044	-0.575
O	1.057	3.749	23.224	0.033	-0.187	0.034
O	46.847	2.526	25.038	0.351	0.135	0.053
O	48.292	11.664	24.938	-0.097	-0.617	0.121
O	0.321	1.112	32.904	0.131	-0.084	-0.368
O	56.316	10.388	31.5	0.109	0.336	-0.077
O	58.03	1.932	29.013	0.281	0.197	-0.093
O	59.601	15.13	27.502	0.047	0.149	0.421
O	5.09	7.959	27.614	0.071	0.711	0.315
O	15.436	15.83	25.167	-0.26	0.317	-0.382
O	25.977	7.069	23.556	0.146	0.4	0.255
O	39.13	11.464	32.409	0.505	0.259	0.112
O	45.877	7.304	25.232	-0.089	0.154	-0.342
O	39.19	8.034	27.684	-0.189	0.257	0.008
O	23.005	9.874	29.423	0.488	-0.154	-0.162
O	9.009	15.18	30.103	-0.193	0.294	-0.198
O	61.212	10.074	22.602	-0.112	-0.103	0.288
O	62.773	9.733	24.536	-0.046	-0.108	-0.25
O	6.08	12.455	27.155	0.1	0.346	0.674
O	59.58	14.044	25.043	-0.607	-0.313	0.138
O	64.919	2.721	25.14	-0.152	-0.274	0.425
O	3.178	11.115	30.354	0.3	0.532	0.385
O	26.169	10.366	30.629	-0.019	0.107	-0.06
O	6.931	4.125	30.273	0.407	-0.013	0.329
O	32.023	1.889	31.84	0.121	-0.233	0.138
O	14.704	9.48	30.169	0.004	0.354	0.206
O	4.901	7.677	32.3	0.292	-0.088	0.017
O	55.464	16.481	31.853	-0.147	-0.191	-0.181
O	28.247	11.926	30.473	0.361	0.055	0.147
O	47.039	5.43	30.606	-0.03	0.139	0.019
O	0.591	11.961	29.983	0.006	0.079	-0.228
O	7.472	10.713	31.854	0.347	-0.435	-0.071
O	27.528	15.853	29.571	0.032	0.037	-0.209
O	2.108	3.505	25.631	0.056	0.086	0.557
O	17.768	14.91	25.867	0.217	0.143	0.19
O	55.327	10.735	26.595	-0.23	0.329	0.327
O	10.158	7.706	29.489	0.331	-0.037	-0.526
O	51.957	3.747	32.923	0.028	-0.136	0.015
O	23.873	10.485	26.997	0.109	-0.282	-0.276
O	25.185	16.171	30.634	0.296	-0.036	0.478
O	9.641	16.834	28.138	-0.221	-0.134	-0.1
O	3.07	7.445	30.457	-0.159	-0.214	0.259
O	25.967	1.397	28.547	0.549	0.209	0.128
O	50.857	14.913	23.235	0.366	0.18	0.226
O	45.73	8.412	27.626	0.204	-0.039	-0.026
O	22.488	7.953	31.082	0.281	-0.37	0.431
O	65.025	13.473	22.032	0.188	0.055	0.303
O	9.406	5.482	28.376	-0.42	-0.219	-0.228
O	56.304	9.085	23.104	-0.034	-0.449	0.365
O	8.354	3.901	33.193	-0.039	0.137	0.038
O	51.054	7.699	25.661	-0.028	0.242	0.343
O	30.513	3.906	32.314	0.284	0.189	0.232
O	17.716	12.609	27.405	0.005	-0.235	-0.031
O	53.491	10.653	24.721	-0.031	-0.636	-0.028
O	59.669	8.151	21.857	-0.234	-0.021	0.204
O	6.487	13.648	24.874	-0.251	-0.043	-0.436
O	5.658	12.056	33.047	-0.118	0.117	-0.531
O	2.762	14.634	29.85	-0.244	-0.352	-0.084
O	41.335	4.217	30.034	-0.006	0.208	-0.287
O	22.65	12.229	28.574	0.25	0.118	0.076
O	34.222	5.064	31.688	-0.4	0.178	-0.21
O	18.939	8.792	29.905	-0.374	0.302	-0.022
O	55.375	5.558	26.729	0.265	-0.098	-0.156
O	37.976	7.895	29.908	0.328	-0.108	0.376
O	29.601	7.095	28.142	-0.593	-0.004	0.344
O	48.781	3.747	26.264	0.396	0.552	0.161
O	16.519	6.492	33.11	0.142	-0.117	-0.251
O	2.107	15.696	32.129	-0.443	-0.138	-0.118
O	18.322	12.478	24.899	-0.358	0.324	-0.402
O	24.064	15.853	25.553	0.05	-0.671	0.736
O	28.562	0.955	24.191	-0.281	-0.129	-0.147
O	38.462	2.327	25.201	-0.164	0.168	0.426
O	31.046	9.178	27.584	-0.215	0.321	0.46
O	22.12	14.646	27.823	0.505	0.133	-0.252
O	49.947	10.732	31.914	-0.075	-0.079	-0.561
O	27.917	8.425	31.245	0.153	-0.227	0.154
O	40.901	9.3	30.147	-0.507	0.092	-0.17
O	39.786	6.883	24.302	0.073	-0.22	0.469
O	23.323	10.286	32.028	0.442	-0.098	-0.134
O	33.917	12.046	24.654	0.081	0.026	0.085
O	23.294	14.231	30.137	0.36	-0.364	-0.044
O	43.7	6.407	32.913	-0.063	-0.023	-0.283
O	21.203	7.855	28.84	0.391	0.313	-0.084
O	15.078	14.989	27.638	0.462	0.398	0.064
O	28.289	5.05	31.917	-0.494	0.24	-0.559
O	27.439	13.875	27.425	0.576	-0.35	0.395
O	36.757	13.221	22.973	0.271	-0.01	0.217
O	32.527	6.534	32.895	0.148	0.027	-0.418
O	19.913	13.775	26.677	0.186	-0.428	-0.011
O	54.651	15.121	26.631	-0.452	-0.15	0.561
O	49.754	13.81	25.358	-0.477	0.163	0.211
O	25.552	11.384	25.03	-0.535	-0.03	-0.201
O	32.72	14.313	24.937	-0.603	-0.014	0.44
O	1.577	5.781	32.178	0.243	-0.074	-0.508
O	14.056	6.24	27.628	-0.033	0.11	0.389
O	65.168	7.831	32.264	0.358	0.37	-0.336
O	21.739	1.082	33.054	0.245	0.176	-0.651
O	14.58	7.982	32.257	0.099	-0.343	-0.435
O	50.201	6.334	23.593	-0.536	-0.112	-0.13
O	25.334	1.779	25.975	0.153	0.45	-0.274
O	15.287	12.43	23.271	0.283	0.441	0.066
O	38.029	16.812	29.676	-0.614	-0.027	-0.159
O	55.47	5.538	31.77	-0.113	-0.037	-0.238
O	20.884	10.074	31.084	-0.144	0.243	-0.11
O	13.821	3.592	27.558	-0.31	-0.644	-0.472
O	44.156	2.366	27.836	-0.132	0.403	-0.444
O	49.037	1.045	32.668	-0.068	-0.005	-0.341
O	39.981	16.613	24.793	0.524	0.12	-0.438
O	25.362	2.972	32.019	0.094	-0.121	-0.307
O	53.59	7.283	25.77	-0.109	0.333	-0.406
O	46.245	3.929	27.145	-0.071	0.398	0.249
O	3.626	15.774	27.606	0.256	0.367	0.461
O	39.834	2.13	30.538	0.034	0.288	0.076
O	3.056	3.953	33.166	-0.04	0.044	-0.372
O	40.26	12.721	27.655	0.303	-0.155	0.102
O	32.023	6.056	28.459	0.024	-0.274	-0.18
O	55.392	1.159	23.838	0.008	0.576	-0.196
O	35.531	9.075	29.867	0.053	0.077	-0.721
O	9.835	13.398	31.92	0.218	-0.245	-0.511
O	62.996	1.288	29.747	0.262	0.175	0.296
O	53.387	7.066	32.154	-0.311	-0.309	-0.178
O	57.743	6.563	22.663	-0.182	0.014	-0.082
O	40.778	6.739	31.087	0.209	-0.254	0.204
O	44.484	10.298	31.946	-0.6	0.243	0.044
O	53.885	6.512	29.713	-0.074	0.457	-0.193
O	64.597	16.399	27.991	0.272	0.259	-0.332
O	46.42	14.464	32.854	-0.1	-0.153	-0.33
O	37.354	6.614	22.927	0.709	0.063	0.02
O	49.431	11.968	27.226	0.222	0.024	0.403
O	16.835	10.496	28.887	0.591	-0.277	-0.157
O	50.384	5.575	32.089	-0.103	0.538	-0.293
O	51.737	10.195	22.763	0.347	0.119	-0.341
O	19.27	4.003	30.023	0.127	-0.437	-0.41
O	45.699	11.138	25.084	0.045	0.054	0.508
O	33.869	2.911	30.235	0.013	-0.118	-0.415
O	5.539	3.617	28.196	-0.373	-0.359	-0.021
O	39.561	14.592	22.98	-0.229	-0.678	0.285
O	19.379	8.535	27.225	-0.534	0.051	-0.166
O	28.96	11.277	27.99	0.147	0.435	-0.344
O	35.716	13.738	27.679	-0.026	-0.109	0.385
O	1.249	10.762	32.129	-0.549	0.197	0.061
O	7.872	2.459	28.406	0.059	0.193	0.121
O	37.066	1.214	23.165	0.057	-0.248	0.463
O	16.613	16.662	30.704	-0.461	-0.286	0.141
O	27.467	4.515	27.142	0.055	0.013	0.437
O	37.593	10.4	30.619	-0.09	-0.121	-0.052
O	27.088	1.166	32.899	-0.141	0.051	-0.405
O	57.265	3.714	32.555	0.003	0.121	-0.123
O	62.153	15.229	30.044	0.111	-0.093	-0.338
O	9.942	2.464	31.908	-0.442	0.166	-0.551
O	10.839	12.318	28.901	-0.032	0.127	-0.293
O	10.748	13.783	25.479	-0.147	0.438	0.64
O	63.495	4.325	29.787	0.291	-0.006	-0.142
O	5.554	6.475	30.141	-0.157	-0.237	-0.617
O	31.325	2.754	29.385	0.02	0.668	-0.194
O	1.301	9.395	29.818	-0.573	0.163	-0.052
O	18.411	10.176	32.152	0.155	-0.004	-0.416
O	16.294	4.216	28.042	0.375	0.033	0.396
O	19.788	2.679	32.269	-0.058	-0.03	-0.435
O	19.811	7.993	32.279	-0.135	-0.356	-0.217
O	8.52	12.58	26.019	0.031	0.268	0.499
O	62.417	11.773	26.704	0.266	-0.04	-0.178
O	32.898	10.623	26.649	-0.63	0.139	-0.136
O	32.173	1.633	22.701	0.068	0.277	0.118
O	54.55	11.968	32.601	0.259	-0.03	-0.549
O	34.808	9.624	25.146	0.401	-0.156	-0.033
O	63.504	3.789	23.217	0.142	-0.127	-0.562
O	55.508	8.051	30.962	0.138	0.042	0.409
O	22.499	1.485	24.841	0.333	0.178	0.553
O	45.832	14.606	29.901	0.551	-0.186	0.636
O	65.091	13.268	32.156	0.608	-0.141	-0.046
O	3.034	9.232	33.16	0.052	0.071	-0.451
O	40.534	4.046	32.889	0.077	0.151	-0.447
O	12.906	4.877	32.123	0.211	0.211	-0.022
O	45.117	4.415	32.011	-0.368	-0.319	-0.315
O	59.184	4.295	28.333	-0.197	-0.652	0.223
O	4.511	2.3	32.027	-0.146	0.276	-0.299
O	26.965	6.582	33.291	0.101	-0.201	-0.123
O	0.632	6.851	29.957	-0.3	-0.156	-0.598
O	47.191	1.047	22.911	0.267	-0.437	0.148
O	10.076	10.125	27.635	-0.493	-0.465	-0.237
O	56.107	11.372	24.207	-0.078	0.433	0.061
O	8.425	11.222	29.41	-0.23	-0.262	-0.547
O	33.412	7.622	30.16	-0.282	-0.167	0.652
O	59.391	11.022	30.116	-0.436	-0.085	-0.363
O	5.96	1.677	29.943	0.245	-0.295	-0.53
O	6.2	4.107	23.205	0.096	0.398	0.205
O	63.885	2.915	32.042	-0.206	-0.018	-0.181
O	46.468	13.601	24.9	0.08	0.115	0.279
O	17.317	2.808	31.183	-0.135	0.356	-0.24
O	16.304	6.121	26.299	0.435	0.251	-0.507
O	25.568	8.631	32.478	-0.282	0.483	0.06
O	15.905	12.921	29.193	-0.08	-0.105	0.508
O	16.464	16.289	0.177	-0.129	0.083	-0.049
O	42.353	8.452	32.189	0.513	0.542	-0.342
O	28.91	3.021	30.373	-0.712	-0.128	0.052
O	11.352	11.826	33.169	-0.037	-0.056	-0.289
O	14.468	14.859	30.157	0.183	0.618	0.038
O	26.945	11.983	22.957	0.35	0.231	-0.076
O	4.29	10.726	28.016	0.007	-0.481	-0.3
O	8.1	15.078	32.619	0.088	-0.012	-0.009
O	50.933	11.463	25.007	0.044	-0.11	0.38
O	25.037	3.758	27.571	-0.367	0.003	0.22
O	58.797	6.322	30.001	0.435	-0.281	0.383
O	56.635	5.131	29.042	-0.048	0.292	0.429
O	21.683	6.391	33.191	-0.182	-0.232	-0.04
O	57.953	5.483	24.968	-0.038	-0.478	0.049
O	16.581	11.807	33.041	0.048	0.054	-0.493
O	6.96	8.329	25.815	0.406	-0.036	0.015
O	8.143	6.42	30.495	0.376	0.2	0.308
O	21.79	12.045	33.111	-0.011	0.226	-0.118
O	60.36	10.037	26.522	-0.002	0.133	0.089
O	41.459	7.341	26.585	0.188	0.017	-0.611
O	29.271	14.922	23.386	0.074	-0.655	0.134
O	54.001	4.317	28.522	0	-0.632	-0.108
O	65.156	9.922	25.471	0.054	0.282	0.514
O	34.597	5.913	28.419	0.025	-0.295	-0.194
O	51.808	4.87	29.917	0.127	-0.356	0.117
O	21.293	5.645	30.126	0.258	-0.303	0.232
O	56.489	15.263	22.849	0.439	-0.41	0.068
O	53.308	1.186	25.51	0.339	0.539	0.148
O	58.431	10.103	24.551	0.442	0.151	-0.163
O	0.184	5.307	25.197	0.425	0.282	0.131
O	64.064	2.745	27.848	0.438	-0.016	-0.137
O	62.947	9.297	27.025	0.225	-0.306	0.396
O	28.578	9.035	26.694	-0.223	-0.255	-0.077
O	10.665	10.137	30.233	0.353	0.251	0.31
O	26.032	12.691	29.326	-0.437	0.058	-0.157
O	42.1	4.741	26.912	-0.11	-0.269	0.237
O	39.019	12.6	30.029	0.448	0.051	0.03
O	27.233	10.644	0.069	0.087	-0.194	0.099
O	61.796	4.172	27.896	-0.272	0.025	0.005
O	57.786	9.748	27.051	0.065	0.266	0.573
O	36.607	5.613	25.31	0.205	0.22	0.269
O	13.081	14.976	25.807	-0.142	0.549	0.5
O	2.168	9.021	24.616	-0.158	-0.366	-0.007
O	62.35	2.033	24.835	-0.043	0.099	0.093
O	41.005	14.4	32.932	-0.135	0.043	-0.104
O	16.21	3.441	25.482	-0.107	-0.221	0.18
O	32.245	2.762	25.011	-0.224	0.007	0.654
O	19.668	13.321	32.12	-0.361	-0.056	0.193
O	43.193	14.237	29.95	-0.423	0.263	-0.474
O	28.143	11.278	25.384	0.636	-0.043	-0.085
O	36.558	16.197	27.659	-0.123	0.439	-0.409
O	28.827	15.841	31.873	-0.028	-0.095	0.043
O	52.847	13.852	31.826	0.171	0.168	-0.402
O	37.808	1.527	32.129	0.073	-0.305	0.07
O	39.544	16.03	31.665	0.064	-0.344	-0.367
O	48.672	1.145	29.582	-0.269	-0.061	0.353
O	19.055	6.391	28.875	-0.811	0.055	-0.259
O	61.838	14.388	26.184	0.503	0.423	-0.123
O	46.474	9.038	32.906	0.049	0.014	-0.189
O	35.749	3.076	32.151	0.029	0.168	-0.009
O	6.749	10.93	25.088	0.09	0.025	-0.13
O	11.647	17.281	32.903	-0.168	0.144	0.311
O	54.334	2.929	21.964	-0.091	0.135	0.066
O	32.401	14.298	30.108	0.178	-0.42	-0.296
O	35.164	7.339	24.017	-0.163	-0.198	-0.274
O	43.591	8.081	21.963	0.005	-0.055	0.038
O	32.843	7.857	25.044	0.197	-0.017	0.477
O	14.633	8.227	25.986	0.085	-0.175	-0.458
O	40.877	4.518	24.644	-0.467	-0.303	0.035
O	22.805	9.111	23.282	0.148	0.363	0.082
O	64.352	5.495	31.812	-0.174	0.04	0.148
O	50.74	15.452	31.976	-0.099	-0.198	-0.357
O	60.221	6.42	32.879	0.047	0.229	-0.645
O	34.086	15.613	26.875	-0.433	0.306	0.419
O	21.087	7.089	23.377	0.062	0.005	0.009
O	44.132	14.938	25.149	-0.401	0.194	-0.403
O	29.396	10.105	32.621	0.605	0.111	-0.201
O	47.63	10.182	27.916	0.216	-0.068	-0.696
O	47.133	5.121	24.882	-0.149	-0.399	-0.493
O	56.21	4.51	23.04	-0.079	-0.121	0.35
O	15.106	13.248	25.743	0.394	-0.157	0.407
O	47.614	7.781	29.278	-0.056	-0.022	-0.071
O	57.61	10.948	22.133	-0.104	-0.172	-0.423
O	29.822	10.636	22.246	-0.17	-0.035	0.399
O	32.715	16.918	29.655	-0.346	-0.244	-0.48
O	3.466	7.1	25.733	-0.405	-0.648	-0.029
O	10.582	11.159	25.278	0.155	-0.182	-0.049
O	57.232	14.768	32.79	0.178	0.132	-0.57
O	12.061	6.869	24.39	-0.154	-0.013	0.673
O	50.093	3.007	28.379	0.406	0.392	0.115
O	23.426	3.055	30.218	-0.353	0.079	-0.357
O	4.097	12.003	25.623	0.33	-0.188	-0.085
O	6.707	1.987	24.609	-0.081	0.093	0.262
O	36.022	4.008	27.226	0.01	-0.629	0.235
O	53.759	2.152	31.865	0.242	0.364	-0.111
O	54.558	13.636	21.99	0.028	-0.071	0.384
O	25.777	6.231	27.968	0.255	0.367	-0.15
O	55.648	2.046	29.987	0.143	0.288	0.313
O	48.774	11.566	29.742	0.138	-0.455	0.013
O	30.073	5.316	30.009	0.376	0.497	0.157
O	21.295	10.325	27.372	-0.223	0.439	-0.096
O	18.992	17.235	29.813	-0.03	0.295	0.253
O	61.613	16.815	32.006	-0.194	0.259	-0.066
O	37.004	12.747	31.736	-0.357	0.168	-0.537
O	41.353	9.75	27.714	0.036	0.471	-0.345
O	35.408	5.317	21.945	0.081	0.088	0.168
O	30.789	12.17	29.725	0.457	-0.332	-0.086
O	55.709	9.794	28.888	-0.614	0.458	-0.114
O	34.744	15.336	29.434	0.344	-0.008	0.245
O	15.383	2.185	29.38	-0.069	-0.582	-0.097
O	20.631	3.304	25.469	0.004	0.317	0.084
O	62.97	14.709	32.866	-0.02	-0.198	-0.43
O	45.046	14.461	27.485	0.084	-0.301	-0.042
O	56.06	16.951	27.764	-0.288	0.012	0.135
O	43.932	6.69	26.898	0.02	-0.291	0.227
O	13.262	10.243	32.283	0.064	0.343	-0.192
O	30.069	4.678	27.35	0.587	-0.213	-0.269
O	36.903	12.772	25.487	0.242	-0.468	-0.185
O	43.42	9.624	29.513	0.102	-0.44	-0.395
O	25.694	7.754	30.044	-0.127	0.043	-0.345
O	51.801	9.076	32.789	-0.174	0.047	-0.679
O	56.884	15.998	25.384	0.331	-0.152	0.312
O	1.279	14.613	27.653	-0.059	-0.029	-0.673
O	4.978	9.127	30.092	0.204	0.054	-0.036
O	27.14	13.623	24.863	-0.337	0.108	-0.349
O	50.93	16.261	25.415	-0.292	0.166	-0.29
O	12.41	9.663	26.42	-0.013	-0.242	0.235
O	33.586	16.799	24.607	0.327	0.356	-0.186
O	48.507	7.404	25.354	0.065	0.243	0.634
O	40.845	2.421	26.244	0.349	-0.122	0.475
O	48.881	1.164	26.992	0.054	-0.262	-0.356
O	29.775	9.797	30.05	0.198	-0.31	-0.463
O	18.394	4.525	26.335	0.195	0.5	-0.182
O	20.559	4.548	27.79	0.61	0.042	-0.141
O	34.148	4.543	25.521	-0.06	0.091	0.273
O	35.289	14.733	24.698	0.033	-0.032	-0.258
O	30.368	7.43	25.627	-0.456	-0.225	-0.062
O	44.175	16.66	29.521	0.386	0.188	0.13
O	61.903	4.638	31.907	-0.479	-0.19	-0.6
O	41.933	11.737	29.545	-0.418	0.159	0.013
O	3.599	11.696	23.043	0	-0.698	0.068
O	55.814	8.151	26.735	0.38	-0.286	0.018
O	23.515	6.587	29.102	-0.144	-0.068	-0.271
O	41.988	1.742	29.098	-0.099	-0.081	-0.086
O	52.277	14.113	25.566	-0.213	-0.103	0.552
O	59.178	7.863	25.583	0.053	-0.179	-0.392
O	37.726	12.114	27.879	0.205	-0.639	0.119
O	4.495	16.142	31.066	0.356	0.064	-0.109
O	5.797	11.543	29.961	-0.041	0.386	-0.278
O	8.946	1.937	26.053	0.141	0.171	-0.218
O	14.477	10.717	25.117	0.483	-0.237	-0.084
O	58.34	15.821	29.773	-0.223	-0.273	0.169
O	11.694	5.118	27.152	-0.135	0.145	-0.295
O	60.719	13.211	30.917	0.227	-0.108	0.338
O	18.406	14.711	30.186	-0.03	-0.214	-0.326
O	64.053	5.407	27.403	0.129	0.331	0.441
O	51.247	1.308	30.078	0.156	0.133	0.663
O	19.144	2.322	27.481	-0.639	-0.192	-0.162
O	39.551	5.841	29.036	-0.01	-0.706	-0.149

Results
total energy: -406617.706 eV
total energy less fixed offsets of O -438.35, Si -107.03 eV per atom: -4.906 eV
